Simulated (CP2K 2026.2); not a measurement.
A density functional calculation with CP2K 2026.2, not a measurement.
Periodic cell of 1152 atoms, Si864O288, from a study of silicon, its oxide and their interface. The atomic structure is a simulated model.
Doubt: the forces sum to 4.04 eV/angstrom along one axis rather than to zero, so they err by at least 0.0035 eV/angstrom per atom on average; the grid cutoff is modest.

Settings: functional PBE; method Gaussian and plane waves; basis set DZVP-MOLOPT-SR-GTH; pseudopotentials GTH-PBE; grid cutoff 350 Ry, relative cutoff 50 Ry; k points Gamma only; occupations fixed; spin none; net charge 0.

Cell vectors (angstrom)
a	32.64	0	0
b	0	16.32	0
c	-0.0767	-0.0519	38.7444

Atoms: element, x, y, z (angstrom)
Si	1.0699	15.3122	38.5134
Si	3.9465	1.7684	0.1802
Si	1.7609	3.9678	0.1019
Si	3.8063	7.0636	0.055
Si	1.4867	9.2083	38.6199
Si	4.4086	11.8906	38.6954
Si	6.9728	14.7553	38.7192
Si	9.3448	1.7509	0.2984
Si	7.0683	3.935	0.0965
Si	9.783	6.4534	0.2925
Si	6.5633	9.6618	0.2713
Si	9.2506	12.5882	0.195
Si	12.4162	14.5668	0.1775
Si	15.0758	0.9861	38.6154
Si	12.0311	4.3014	0.5483
Si	14.4957	6.9372	0.2072
Si	12.5061	9.3358	0.1601
Si	14.6137	12.3411	0.2283
Si	17.4477	15.202	0.1252
Si	20.0924	1.5102	38.6945
Si	17.859	3.7519	38.7055
Si	20.082	6.9974	0.0012
Si	17.7863	9.1698	0.0623
Si	20.5704	11.9039	38.6853
Si	23.4142	14.8315	0.0827
Si	25.6627	1.5761	0.3024
Si	23.4758	3.7857	0.1405
Si	26.2149	6.5105	0.3726
Si	22.7334	9.5954	38.5077
Si	25.4921	12.4767	38.5833
Si	28.695	14.6017	38.6806
Si	31.4243	1.1918	38.5335
Si	28.2829	4.2169	0.296
Si	31.1434	6.7795	38.6917
Si	28.8946	9.0467	38.5832
Si	30.9769	12.4437	38.6819
Si	2.7155	0.07	1.2419
Si	5.4918	2.8638	1.4981
Si	2.794	5.5041	1.495
Si	5.31	8.1756	1.4965
Si	2.7317	10.8886	1.1688
Si	5.4916	13.6069	1.2956
Si	8.1458	0.0521	1.3776
Si	10.8379	2.7463	1.7298
Si	8.125	5.4446	1.541
Si	10.8903	8.1784	1.4389
Si	8.1276	10.9406	1.4419
Si	10.8227	13.6116	1.5775
Si	13.5751	16.2868	1.2947
Si	16.2558	2.7009	1.2086
Si	13.4902	5.5632	1.7874
Si	16.2482	8.0191	1.3798
Si	13.5373	10.8396	1.606
Si	16.2775	13.5724	1.3574
Si	19.0311	0.0493	1.3675
Si	21.7653	2.6799	1.3124
Si	19.0278	5.3745	1.335
Si	21.7367	8.1315	1.2377
Si	19.0147	10.8227	1.256
Si	21.7751	13.5805	1.2434
Si	24.518	16.2842	1.5182
Si	27.1511	2.7334	1.6421
Si	24.525	5.3791	1.4999
Si	27.4017	8.1791	1.3966
Si	24.4711	10.8163	1.0707
Si	27.1982	13.5261	1.2582
Si	29.936	0.0277	1.1509
Si	0.041	2.7548	1.202
Si	30.0014	5.3872	1.3572
Si	0.0611	8.1033	1.28
Si	29.9485	10.8219	1.1912
Si	0.0365	13.7167	1.1356
Si	1.3632	1.4013	2.6473
Si	4.1595	4.1963	2.8603
Si	1.3392	6.8043	2.7638
Si	3.9658	9.5889	2.7572
Si	1.3783	12.3026	2.5109
Si	4.0638	14.9785	2.5952
Si	6.7776	1.3728	2.7791
Si	9.4584	4.1395	2.9825
Si	6.7398	6.8384	2.8064
Si	9.5051	9.5551	2.7565
Si	6.775	12.2969	2.7911
Si	9.4991	15.0634	2.8246
Si	12.2822	1.2875	2.7973
Si	14.9836	4.0459	2.7396
Si	12.1424	6.9417	3.0189
Si	14.9933	9.4663	2.8097
Si	12.147	12.1978	2.9014
Si	14.9313	14.9511	2.7312
Si	17.6299	1.4038	2.6943
Si	20.4438	4.0779	2.6905
Si	17.643	6.6936	2.7282
Si	20.3858	9.4836	2.6517
Si	17.6895	12.2076	2.6523
Si	20.4042	14.9312	2.6397
Si	23.0691	1.3215	2.7576
Si	25.8162	4.0887	2.9549
Si	23.098	6.811	2.6626
Si	25.8639	9.5427	2.5535
Si	23.1552	12.1781	2.5782
Si	25.9381	14.8996	2.7321
Si	28.6308	1.2955	2.6945
Si	31.3447	4.0289	2.6779
Si	28.7047	6.7987	2.7635
Si	31.3394	9.5231	2.6059
Si	28.5473	12.14	2.5987
Si	31.2997	15.0102	2.5784
Si	-0.0006	0.026	4.0069
Si	2.7228	2.7492	4.0588
Si	-0.0016	5.4146	4.0845
Si	2.6628	8.1994	4.1211
Si	0.0375	10.9314	3.9418
Si	2.7104	13.6165	3.9676
Si	5.3872	16.3129	4.0597
Si	8.1102	2.7039	4.216
Si	5.4602	5.5108	4.2415
Si	8.1307	8.2053	4.1199
Si	5.3823	10.9241	4.1037
Si	8.1389	13.6527	4.1423
Si	10.8976	0.0137	4.1921
Si	13.629	2.6931	4.1162
Si	10.8224	5.5012	4.2932
Si	13.6186	8.2219	4.2564
Si	10.8142	10.8508	4.2226
Si	13.5821	13.6025	4.1316
Si	16.308	0.0033	4.0734
Si	19.0393	2.7322	4.0492
Si	16.328	5.3744	4.1352
Si	19.0283	8.1192	4.0282
Si	16.3629	10.8715	4.086
Si	19.0452	13.5768	4.0131
Si	21.7269	16.2644	4.0741
Si	24.4228	2.6717	4.16
Si	21.7694	5.4498	4.0606
Si	24.507	8.1825	3.9675
Si	21.7744	10.8572	3.9891
Si	24.5011	13.5332	4.005
Si	27.2702	16.2768	4.0756
Si	29.9698	2.6859	4.0439
Si	27.269	5.4859	4.1344
Si	30.022	8.1932	4.073
Si	27.1831	10.858	4.0076
Si	29.9288	13.5847	3.9209
Si	1.3373	15.0065	21.692
Si	4.0401	1.4032	21.7072
Si	1.3151	4.1223	21.8015
Si	4.0423	6.8303	21.7671
Si	1.3403	9.5228	21.7317
Si	4.0879	12.2169	21.6599
Si	6.8014	14.9575	21.6272
Si	9.5443	1.3623	21.6665
Si	6.7756	4.1142	21.7155
Si	9.4847	6.8009	21.7696
Si	6.7894	9.4913	21.8073
Si	9.5342	12.2176	21.7257
Si	12.2715	14.9449	21.7635
Si	14.9929	1.3508	21.7913
Si	12.2223	4.0857	21.778
Si	14.9579	6.7582	21.7798
Si	12.2309	9.4947	21.7524
Si	14.9539	12.2293	21.7608
Si	17.6991	15.0131	21.7584
Si	20.409	1.3738	21.8156
Si	17.7087	4.0663	21.8276
Si	20.3894	6.7651	21.8082
Si	17.6975	9.4957	21.7886
Si	20.4337	12.2298	21.7542
Si	23.1074	14.9707	21.7669
Si	25.8445	1.3558	21.7879
Si	23.0959	4.078	21.7785
Si	25.8271	6.7881	21.7618
Si	23.1409	9.5109	21.7785
Si	25.8422	12.2068	21.7386
Si	28.592	14.9718	21.7768
Si	31.2475	1.4029	21.7443
Si	28.5454	4.0877	21.7994
Si	31.2742	6.7716	21.7698
Si	28.5649	9.5553	21.7406
Si	31.2842	12.2729	21.755
Si	2.7002	0.0218	23.0493
Si	5.3753	2.7953	23.046
Si	2.6517	5.5319	23.1597
Si	5.4073	8.1225	23.1821
Si	2.7028	10.9213	23.033
Si	5.4755	13.5739	22.9591
Si	8.1729	-0.0131	22.9469
Si	10.8438	2.6984	23.0931
Si	8.1218	5.4317	23.1257
Si	10.8427	8.1616	23.1216
Si	8.1937	10.8732	23.1189
Si	10.9008	13.5588	23.0863
Si	13.627	-0.0122	23.1434
Si	16.3713	2.6783	23.1776
Si	13.5627	5.4431	23.1631
Si	16.3559	8.0823	23.1259
Si	13.5927	10.8424	23.1076
Si	16.3024	13.6611	23.0589
Si	19.0531	0.0193	23.1808
Si	21.736	2.7647	23.193
Si	19.0614	5.4066	23.2388
Si	21.76	8.1513	23.1138
Si	19.078	10.8798	23.1113
Si	21.8002	13.565	23.1313
Si	24.4315	0.0361	23.1309
Si	27.2006	2.7098	23.1665
Si	24.4793	5.4034	23.1246
Si	27.1832	8.1986	23.0622
Si	24.4961	10.8761	23.1533
Si	27.2439	13.5365	23.0582
Si	29.9522	0.0383	23.1484
Si	32.5502	2.7736	23.1394
Si	29.9158	5.4392	23.17
Si	0.027	8.1147	23.1005
Si	29.9482	10.8948	23.1114
Si	-0.0224	13.7	23.0831
Si	1.2876	1.3627	24.3924
Si	4.0395	4.1837	24.4499
Si	1.2933	6.837	24.6352
Si	3.9724	9.5378	24.4298
Si	1.4167	12.3874	24.3511
Si	4.1332	14.928	24.2765
Si	6.7968	1.3638	24.2213
Si	9.4262	3.9951	24.4612
Si	6.7802	6.7254	24.5741
Si	9.5496	9.5399	24.5303
Si	6.8172	12.2828	24.3833
Si	9.488	14.9554	24.3395
Si	12.218	1.3543	24.4411
Si	14.9594	4.0465	24.4583
Si	12.115	6.7741	24.5164
Si	14.9528	9.4205	24.4098
Si	12.2489	12.203	24.4891
Si	14.9946	14.9577	24.5271
Si	17.7337	1.3616	24.6316
Si	20.3927	4.0557	24.676
Si	17.6967	6.7757	24.5842
Si	20.4269	9.5109	24.4962
Si	17.6976	12.3294	24.3476
Si	20.4592	14.9444	24.4625
Si	23.1248	1.4649	24.5497
Si	25.812	4.0467	24.5262
Si	23.1171	6.7754	24.4488
Si	25.8928	9.5283	24.491
Si	23.1175	12.1947	24.5427
Si	25.7908	14.854	24.309
Si	28.5839	1.3596	24.5259
Si	31.2292	4.1022	24.6346
Si	28.53	6.8745	24.4167
Si	31.3384	9.4872	24.4014
Si	28.6285	12.262	24.5007
Si	31.3265	15.0459	24.5497
Si	0.076	0.0555	25.9486
Si	2.5977	2.8033	25.6495
Si	32.5769	5.4922	26.0833
Si	2.634	8.2716	25.9663
Si	0.0702	10.9734	25.5848
Si	2.8178	13.7079	25.7447
Si	5.4969	-0.0117	25.5289
Si	8.0055	2.622	25.7459
Si	5.3757	5.374	26.004
Si	8.169	8.1738	25.8541
Si	5.3919	10.9466	25.6344
Si	8.1412	13.6479	25.7609
Si	10.8177	-0.0148	25.7111
Si	13.5883	2.6775	25.8022
Si	10.7654	5.2832	25.8583
Si	13.515	8.1581	25.8234
Si	10.895	10.8912	25.9572
Si	13.6345	13.563	25.84
Si	16.3778	16.2482	25.9524
Si	19.0644	2.7102	26.1519
Si	16.2896	5.3842	25.8782
Si	19.0633	8.1886	25.9074
Si	16.3537	10.8943	25.568
Si	19.0842	13.5821	25.7881
Si	21.7778	0.0329	25.8112
Si	24.4576	2.7933	26.0433
Si	21.7883	5.4884	25.9293
Si	24.5074	8.132	25.7579
Si	21.7901	10.8123	25.9326
Si	24.5547	13.534	25.8189
Si	27.1054	16.2276	25.6058
Si	29.8743	2.6806	26.0274
Si	27.1869	5.495	25.7416
Si	29.9484	8.1589	25.7794
Si	27.3312	10.8087	25.856
Si	29.9218	13.739	25.8946
Si	1.9014	15.3898	27.1157
Si	4.0333	1.3423	26.6802
Si	1.1522	3.8162	27.2164
Si	4.3089	7.1579	27.1843
Si	1.5805	10.0818	27.1367
Si	3.974	12.1417	27.051
Si	7.0093	15.2877	27.0031
Si	9.2389	1.1146	27.0298
Si	6.2796	3.4421	27.1543
Si	9.5299	6.7796	27.1805
Si	6.5116	9.4274	26.9535
Si	9.7107	12.5704	27.1346
Si	11.9601	14.7376	27.0002
Si	15.1067	1.5011	27.1468
Si	12.4608	4.2262	27.1487
Si	14.6295	6.5253	27.061
Si	12.5858	9.8166	27.2493
Si	14.8918	11.9413	27.0186
Si	18.0367	15.0975	27.2311
Si	20.2741	1.0142	27.3598
Si	17.276	3.8096	27.345
Si	20.6696	7.0962	27.2392
Si	17.869	9.8855	26.9966
Si	20.1457	11.9908	27.1402
Si	23.4169	15.2035	26.997
Si	25.6539	1.0271	27.0342
Si	23.3781	4.5071	27.3682
Si	25.6817	6.6509	27.1099
Si	23.0156	9.1987	27.1735
Si	26.1723	12.3554	27.1024
Si	28.1508	14.7684	27.0954
Si	31.5619	1.5857	27.3271
Si	28.6112	4.3411	27.1568
Si	30.8324	6.6093	27.3096
Si	29.0256	9.7846	27.183
Si	31.1998	12.1016	26.9325
Si	5.1201	10.1591	34.1911
Si	7.4998	1.547	35.0061
Si	0.708	0.4165	33.889
Si	0.0029	11.322	29.3267
Si	0.2129	11.2401	33.488
Si	7.185	14.0802	31.5045
Si	4.3712	6.297	30.0985
Si	8.6958	4.2652	34.2526
Si	5.3312	5.377	36.5509
Si	6.9047	12.5145	34.2255
Si	6.3736	4.0945	30.0648
Si	4.2571	12.5718	35.6521
Si	16.2337	8.2866	29.1173
Si	10.5358	10.5745	36.9631
Si	17.0136	4.0115	30.3945
Si	16.3224	10.9734	36.9597
Si	8.9205	3.2284	31.4455
Si	11.2618	5.272	35.2339
Si	14.2851	14.7183	34.5776
Si	16.1349	13.7193	29.0711
Si	22.057	4.5372	30.2736
Si	25.8028	6.7485	36.2952
Si	14.2959	3.5345	31.619
Si	20.4301	6.9131	30.203
Si	22.2314	13.1899	28.973
Si	0.6199	3.2008	34.5186
Si	29.7205	8.1233	29.6278
Si	28.0852	6.933	34.4331
Si	23.9098	10.3007	32.0362
Si	2.6393	15	35.7653
Si	21.3977	14.5616	34.2339
Si	30.1051	3.848	31.4236
Si	3.5268	4.1676	34.3591
Si	8.9928	12.1157	30.1526
Si	1.6942	9.0793	32.2142
Si	0.7143	13.3197	31.4482
Si	27.8229	11.084	33.6931
Si	31.5412	9.6026	31.4199
Si	29.4247	9.3846	35.6722
Si	-0.0282	4.9754	32.1622
Si	2.3124	1.3974	31.3407
Si	2.0496	4.3513	30.1428
Si	10.8632	2.6211	29.343
Si	6.9143	9.9509	29.827
Si	5.1916	13.9887	29.2561
Si	12.9759	6.2529	31.1541
Si	7.5657	0.787	32.2501
Si	21.3017	14.4063	31.2988
Si	21.3178	0.9507	30.3033
Si	13.5305	4.8218	37.0202
Si	17.6111	4.9735	35.8684
Si	8.6965	7.3862	29.9468
Si	4.3907	9.0654	31.3382
Si	11.4552	7.9614	29.125
Si	12.1991	1.3458	31.7666
Si	19.9027	6.6984	35.7934
Si	14.6318	1.258	35.505
Si	17.6629	6.7941	31.1921
Si	13.9491	15.7958	28.9876
Si	23.4061	7.9754	35.7626
Si	26.5124	2.4686	32.3507
Si	22.4871	2.6054	34.8305
Si	23.5554	5.0059	36.1394
Si	27.2587	0.1347	36.7075
Si	16.73	12.7985	31.9204
Si	18.4348	13.0926	36.9607
Si	26.4609	8.7203	32.4166
Si	30.334	1.1899	30.1472
Si	21.0538	9.5131	31.4675
Si	0.3435	5.4832	36.463
Si	22.6849	11.6851	34.5527
Si	8.4357	8.2429	37.0639
Si	5.3317	0.1771	36.6307
Si	11.8914	2.541	34.4102
Si	22.0521	0.2908	36.5586
Si	4.9056	2.4339	32.0504
Si	31.2477	15.212	32.1775
Si	11.4093	14.7836	35.9488
Si	11.4972	12.1676	31.8418
Si	1.6755	6.6048	34.0055
Si	6.5938	7.7555	34.8634
Si	32.1902	10.5561	36.4518
Si	28.6011	3.8843	33.9445
Si	8.2825	6.9774	32.8168
Si	10.0562	1.0775	36.3042
Si	11.1699	7.6427	33.3299
Si	18.6893	13.3974	33.9537
Si	13.1885	10.0506	33.162
Si	10.0172	12.271	34.6821
Si	13.1039	14.9073	31.8078
Si	21.1669	9.1412	34.4246
Si	15.2908	8.233	31.7708
Si	19.9734	4.0821	34.4238
Si	15.2782	3.8297	34.6196
Si	2.4217	15.1179	29.9359
Si	15.1382	11.8461	34.3792
Si	23.3563	2.388	31.9554
Si	26.2749	14.8457	34.4616
Si	19.6726	3.092	31.4083
Si	29.3287	2.4043	36.6139
Si	25.4666	12.1422	35.5717
Si	27.5313	0.4432	29.2731
Si	19.4312	12.0675	31.6961
Si	26.9431	7.0728	29.8704
Si	26.8198	15.8977	31.9036
Si	24.3889	11.0222	29.1294
Si	28.6307	13.9204	32.996
Si	27.4621	4.2377	30.0057
Si	1.3524	14.9665	5.3582
Si	4.0479	1.3634	5.4291
Si	1.3673	4.082	5.446
Si	4.0435	6.8674	5.5042
Si	1.3173	9.5828	5.4232
Si	4.0324	12.2942	5.4272
Si	6.754	14.9927	5.4686
Si	9.5241	1.3747	5.531
Si	6.7743	4.0877	5.5581
Si	9.4467	6.8646	5.5686
Si	6.7573	9.5642	5.4636
Si	9.4732	12.269	5.5149
Si	12.2396	14.9447	5.5182
Si	14.9773	1.3444	5.4823
Si	12.2562	4.0724	5.4926
Si	14.9764	6.7681	5.4959
Si	12.2321	9.5593	5.5769
Si	14.9793	12.2353	5.4461
Si	17.692	14.9464	5.3984
Si	20.376	1.3375	5.4126
Si	17.7137	4.0577	5.4771
Si	20.3953	6.7911	5.4165
Si	17.7106	9.495	5.4279
Si	20.4213	12.2211	5.3725
Si	23.1371	14.9068	5.3816
Si	25.8614	1.3101	5.4236
Si	23.0933	4.085	5.4603
Si	25.8506	6.8487	5.4063
Si	23.1409	9.516	5.3657
Si	25.8496	12.2094	5.3992
Si	28.6118	14.9046	5.3965
Si	31.3056	1.3481	5.4252
Si	28.6067	4.0576	5.4225
Si	31.31	6.8	5.4467
Si	28.5715	9.5196	5.377
Si	31.2887	12.255	5.323
Si	2.6908	-0.0058	6.7734
Si	5.3895	2.7091	6.8428
Si	2.7006	5.457	6.8224
Si	5.42	8.2061	6.8484
Si	2.6906	10.9197	6.7908
Si	5.4006	13.6241	6.8154
Si	8.137	0.0044	6.844
Si	10.8924	2.733	6.8673
Si	8.1289	5.458	6.9014
Si	10.8631	8.1832	6.8987
Si	8.1142	10.9034	6.8514
Si	10.8683	13.5985	6.8659
Si	13.6106	-0.0029	6.847
Si	16.3439	2.7015	6.8309
Si	13.6139	5.424	6.8567
Si	16.3476	8.1522	6.814
Si	13.6215	10.9229	6.8658
Si	16.3427	13.5987	6.7921
Si	19.0357	16.3004	6.7862
Si	21.7336	2.7038	6.7891
Si	19.0606	5.4394	6.8139
Si	21.7808	8.1583	6.7494
Si	19.0735	10.8684	6.7683
Si	21.7699	13.5731	6.7585
Si	24.4883	16.272	6.7642
Si	27.2139	2.7041	6.7657
Si	24.4937	5.4576	6.7659
Si	27.2135	8.1842	6.7745
Si	24.4848	10.861	6.7619
Si	27.2148	13.5761	6.7552
Si	29.9369	16.2967	6.7667
Si	0.0045	2.718	6.7963
Si	29.9356	5.4364	6.7911
Si	-0.0007	8.188	6.7968
Si	29.9278	10.9023	6.7228
Si	-0.0101	13.6069	6.7279
Si	1.3502	1.3537	8.1549
Si	4.048	4.0898	8.1885
Si	1.3459	6.8253	8.1688
Si	4.0484	9.5672	8.1759
Si	1.3279	12.2684	8.1403
Si	4.0472	14.9807	8.1675
Si	6.7781	1.3685	8.1945
Si	9.5246	4.0953	8.217
Si	6.7607	6.8283	8.2194
Si	9.4937	9.5549	8.2187
Si	6.7575	12.2674	8.1915
Si	9.5012	14.9669	8.2036
Si	12.2497	1.3566	8.2072
Si	14.9842	4.0642	8.1955
Si	12.2432	6.794	8.2056
Si	14.9825	9.5176	8.1769
Si	12.246	12.2589	8.2209
Si	14.984	14.9495	8.1781
Si	17.6969	1.3357	8.1771
Si	20.4054	4.068	8.1701
Si	17.7023	6.7977	8.1767
Si	20.4283	9.5121	8.134
Si	17.7069	12.2278	8.1392
Si	20.4155	14.9418	8.1286
Si	23.1263	1.3378	8.1174
Si	25.8496	4.0782	8.1174
Si	23.1284	6.8029	8.133
Si	25.8466	9.5247	8.1405
Si	23.1278	12.2221	8.1291
Si	25.8528	14.9318	8.1284
Si	28.5666	1.3409	8.1255
Si	31.2853	4.0801	8.1553
Si	28.5563	6.7996	8.1312
Si	31.2557	9.5408	8.1276
Si	28.5711	12.2314	8.1231
Si	31.2897	14.9506	8.1315
Si	-0.0116	-0.004	9.5098
Si	2.6937	2.719	9.531
Si	-0.0127	5.4527	9.5179
Si	2.7046	8.1824	9.5272
Si	32.6171	10.8947	9.4976
Si	2.6896	13.6143	9.5182
Si	5.416	0.0052	9.5399
Si	8.1487	2.7264	9.549
Si	5.4092	5.4473	9.5525
Si	8.142	8.1784	9.5643
Si	5.41	10.9054	9.5494
Si	8.1393	13.6076	9.5521
Si	10.8753	0.0027	9.5547
Si	13.6158	2.7152	9.5563
Si	10.8865	5.4456	9.5707
Si	13.6153	8.1636	9.54
Si	10.8786	10.8949	9.5652
Si	13.6186	13.613	9.5572
Si	16.3367	-0.0126	9.5414
Si	19.0492	2.7091	9.5303
Si	16.3403	5.4387	9.539
Si	19.0684	8.1631	9.5164
Si	16.3481	10.8804	9.522
Si	19.0595	13.5895	9.5048
Si	21.7704	16.3067	9.4935
Si	24.4831	2.7124	9.4757
Si	21.7763	5.4384	9.506
Si	24.4862	8.1593	9.4992
Si	21.7747	10.8713	9.5048
Si	24.4865	13.5835	9.4934
Si	27.1996	-0.0109	9.4885
Si	29.913	2.7124	9.496
Si	27.1974	5.4374	9.4916
Si	29.9067	8.1698	9.4929
Si	27.2062	10.8836	9.4969
Si	29.9181	13.5985	9.4912
Si	1.3415	14.9695	10.885
Si	4.0614	1.3697	10.8936
Si	1.3376	4.0881	10.8812
Si	4.0543	6.8176	10.8953
Si	1.3345	9.54	10.8716
Si	4.0482	12.2637	10.8938
Si	6.7807	14.9711	10.9029
Si	9.5136	1.3664	10.9063
Si	6.7868	4.0899	10.9
Si	9.5153	6.8119	10.9086
Si	6.7776	9.5416	10.9052
Si	9.5124	12.2551	10.9105
Si	12.247	14.9678	10.9089
Si	14.9782	1.3509	10.9033
Si	12.2523	4.0781	10.9119
Si	14.9756	6.7999	10.8954
Si	12.2499	9.521	10.9006
Si	14.9833	12.2338	10.892
Si	17.7042	14.9438	10.8838
Si	20.4181	1.3447	10.872
Si	17.6952	4.0731	10.8939
Si	20.4185	6.7951	10.8757
Si	17.704	9.5189	10.8823
Si	20.4152	12.2313	10.8698
Si	23.1282	14.9489	10.857
Si	25.8379	1.3544	10.8461
Si	23.1329	4.07	10.8575
Si	25.8397	6.7946	10.8597
Si	23.1299	9.5144	10.8696
Si	25.8434	12.2348	10.8636
Si	28.5558	14.9559	10.8556
Si	31.2657	1.3585	10.8655
Si	28.5529	4.0771	10.8547
Si	31.2608	6.813	10.8652
Si	28.5515	9.5203	10.8646
Si	31.2652	12.2458	10.8684
Si	2.7012	0.0086	12.2469
Si	5.4271	2.7253	12.2521
Si	2.6964	5.4487	12.2421
Si	5.4217	8.1714	12.2526
Si	2.6931	10.8928	12.2418
Si	5.4193	13.6117	12.2549
Si	8.1513	0.0058	12.2594
Si	10.8828	2.7211	12.2621
Si	8.1542	5.4451	12.2561
Si	10.8875	8.1637	12.2591
Si	8.1515	10.8907	12.2601
Si	10.8847	13.6067	12.2637
Si	13.6122	0.0014	12.264
Si	16.3366	2.7158	12.2563
Si	13.6155	5.442	12.2591
Si	16.3398	8.1615	12.2464
Si	13.6182	10.8782	12.2535
Si	16.3428	13.5917	12.2508
Si	19.0601	-0.0101	12.2409
Si	21.7722	2.7147	12.2267
Si	19.0573	5.4388	12.2431
Si	21.772	8.1568	12.2375
Si	19.0587	10.8782	12.2434
Si	21.7714	13.5949	12.2294
Si	24.4815	-0.003	12.2169
Si	27.1901	2.7174	12.2137
Si	24.4824	5.4344	12.2246
Si	27.1927	8.1581	12.2248
Si	24.485	10.8767	12.2304
Si	27.1961	13.601	12.2233
Si	29.9047	-0.0003	12.2243
Si	-0.0236	2.7242	12.2322
Si	29.9032	5.4445	12.2204
Si	-0.0211	8.1726	12.2274
Si	29.907	10.8835	12.2271
Si	-0.0196	13.6049	12.2353
Si	1.337	1.3705	13.5962
Si	4.0619	4.0899	13.5976
Si	1.3348	6.8128	13.5908
Si	4.0577	9.5335	13.6
Si	1.3381	12.251	13.6022
Si	4.0633	14.9741	13.6098
Si	6.7914	1.3685	13.614
Si	9.5195	4.0851	13.6138
Si	6.7896	6.8082	13.6026
Si	9.5222	9.5259	13.6069
Si	6.7871	12.2515	13.6087
Si	9.5198	14.9677	13.6152
Si	12.2493	1.3633	13.6175
Si	14.9752	4.0783	13.6138
Si	12.2491	6.7997	13.6152
Si	14.9772	9.5151	13.6134
Si	12.2545	12.2395	13.6095
Si	14.9794	14.9534	13.6078
Si	17.7015	1.3516	13.6047
Si	20.4148	4.0729	13.5969
Si	17.6954	6.7984	13.6058
Si	20.4125	9.5145	13.6033
Si	17.6995	12.2321	13.6126
Si	20.4162	14.9501	13.6026
Si	23.126	1.3536	13.5885
Si	25.837	4.0736	13.5858
Si	23.1263	6.7922	13.5957
Si	25.8374	9.515	13.5934
Si	23.1254	12.2361	13.5947
Si	25.8356	14.9602	13.5851
Si	28.5437	1.3622	13.5822
Si	31.2571	4.0876	13.5877
Si	28.5479	6.7998	13.5893
Si	31.2636	9.5278	13.5925
Si	28.5489	12.2417	13.5889
Si	31.26	14.9643	13.5907
Si	-0.0243	0.0081	14.9493
Si	2.698	2.7323	14.9525
Si	-0.0252	5.4524	14.9463
Si	2.6975	8.1689	14.951
Si	-0.0194	10.8869	14.9568
Si	2.7013	13.6115	14.9596
Si	5.4293	0.0086	14.969
Si	8.1566	2.7271	14.9713
Si	5.4263	5.4468	14.9532
Si	8.16	8.1612	14.9556
Si	5.4247	10.8882	14.9573
Si	8.1562	13.6042	14.9654
Si	10.8867	0.0041	14.9715
Si	13.6137	2.721	14.9735
Si	10.8865	5.4393	14.9719
Si	13.6131	8.1552	14.974
Si	10.8926	10.8765	14.9631
Si	13.6201	13.5954	14.9681
Si	16.3401	-0.0064	14.9648
Si	19.0556	2.7169	14.9642
Si	16.3339	5.4412	14.9692
Si	19.0517	8.1573	14.9688
Si	16.3397	10.8715	14.9747
Si	19.0576	13.5941	14.9714
Si	21.7713	-0.0028	14.9595
Si	24.4771	2.7173	14.9523
Si	21.7672	5.4341	14.962
Si	24.4803	8.1552	14.9589
Si	21.767	10.8786	14.9625
Si	24.4808	13.6008	14.9543
Si	27.1866	0.0049	14.9482
Si	29.8957	2.7274	14.9459
Si	27.1897	5.4363	14.9493
Si	29.9052	8.1644	14.9499
Si	27.1933	10.8803	14.952
Si	29.9033	13.6037	14.9517
Si	1.3373	14.9747	16.3104
Si	4.0615	1.3774	16.3116
Si	1.3349	4.0966	16.3044
Si	4.0598	6.8052	16.3022
Si	1.3424	9.5267	16.3141
Si	4.0663	12.2504	16.3131
Si	6.7959	14.9643	16.3229
Si	9.5268	1.3684	16.3268
Si	6.7876	4.094	16.3172
Si	9.5191	6.8033	16.3195
Si	6.7929	9.5205	16.3012
Si	9.5262	12.2364	16.3096
Si	12.2585	14.9611	16.3183
Si	14.9826	1.3573	16.3219
Si	12.252	4.0805	16.3318
Si	14.9712	6.7933	16.337
Si	12.2484	9.5148	16.3298
Si	14.9781	12.2326	16.3312
Si	17.6951	14.9547	16.3304
Si	20.4137	1.3568	16.3247
Si	17.6931	4.079	16.3242
Si	20.4053	6.7909	16.3261
Si	17.6955	9.5113	16.3416
Si	20.4105	12.2316	16.3363
Si	23.1263	14.9583	16.3249
Si	25.8289	1.3592	16.3181
Si	23.1232	4.0738	16.3242
Si	25.8343	6.7898	16.3184
Si	23.122	9.5164	16.3212
Si	25.8382	12.2405	16.3151
Si	28.5449	14.9679	16.3082
Si	31.2536	1.369	16.3041
Si	28.5426	4.0825	16.3187
Si	31.2621	6.809	16.3147
Si	28.5486	9.521	16.3147
Si	31.2605	12.2456	16.3145
Si	2.6933	0.0241	17.6641
Si	5.4155	2.7428	17.6705
Si	2.6948	5.4555	17.6638
Si	5.4292	8.1598	17.6506
Si	2.7085	10.887	17.6672
Si	5.4323	13.6005	17.6749
Si	8.1631	0.0052	17.6756
Si	10.8921	2.7227	17.691
Si	8.1494	5.4528	17.6766
Si	10.883	8.1515	17.6852
Si	8.1655	10.8663	17.6559
Si	10.8969	13.5909	17.6605
Si	13.6243	-0.0016	17.6779
Si	16.3335	2.7222	17.6856
Si	13.6124	5.4318	17.7015
Si	16.3329	8.1472	17.7009
Si	13.6177	10.8683	17.688
Si	16.3408	13.5898	17.6933
Si	19.0487	0.0044	17.6874
Si	21.7682	2.7151	17.6923
Si	19.0462	5.4333	17.694
Si	21.7619	8.1546	17.6822
Si	19.0551	10.8704	17.7075
Si	21.7673	13.6016	17.6905
Si	24.4799	-0.0007	17.6925
Si	27.1786	2.724	17.6805
Si	24.4765	5.435	17.6903
Si	27.1973	8.1491	17.6726
Si	24.4822	10.8794	17.6776
Si	27.1923	13.6088	17.6728
Si	29.8968	0.0128	17.6693
Si	-0.0328	2.7394	17.6553
Si	29.9027	5.4487	17.6752
Si	-0.0172	8.1694	17.6762
Si	29.904	10.8842	17.6767
Si	-0.019	13.6117	17.6671
Si	1.3328	1.4008	19.0145
Si	4.0475	4.1035	19.0307
Si	1.3434	6.8108	19.0347
Si	4.0785	9.5173	19.0077
Si	1.3401	12.2434	19.0181
Si	4.0561	14.976	19.0062
Si	6.7894	1.3812	19.0085
Si	9.5206	4.098	19.0284
Si	6.7758	6.8126	19.0288
Si	9.5076	9.5047	19.0345
Si	6.8061	12.2179	19.009
Si	9.5456	14.9558	19.0116
Si	12.2756	1.364	19.0395
Si	14.9736	4.0649	19.0628
Si	12.2442	6.7948	19.0518
Si	14.9737	9.5097	19.0589
Si	12.2469	12.2294	19.0303
Si	14.9788	14.9554	19.0417
Si	17.6999	1.3781	19.0488
Si	20.4055	4.0735	19.0536
Si	17.6822	6.7793	19.0674
Si	20.4131	9.4995	19.0649
Si	17.6952	12.2342	19.0691
Si	20.4011	14.9633	19.0486
Si	23.1204	1.3544	19.0609
Si	25.8291	4.0777	19.06
Si	23.1106	6.7949	19.0469
Si	25.835	9.5018	19.0256
Si	23.1343	12.2442	19.0453
Si	25.8471	14.9633	19.0515
Si	28.5357	1.3659	19.0384
Si	31.2548	4.0859	19.0332
Si	28.5542	6.8031	19.05
Si	31.2607	9.524	19.0389
Si	28.5523	12.2562	19.0317
Si	31.2665	14.982	19.0219
Si	-0.0284	0.0516	20.366
Si	2.6647	2.7692	20.3931
Si	-0.0183	5.442	20.3864
Si	2.7143	8.1823	20.3763
Si	-0.02	10.8927	20.3885
Si	2.7002	13.6108	20.36
Si	5.4103	0.0323	20.3485
Si	8.1476	2.7418	20.3662
Si	5.3988	5.4714	20.3859
Si	8.1336	8.1569	20.403
Si	5.4639	10.8389	20.3699
Si	8.1851	13.5756	20.3399
Si	10.9242	-0.0173	20.3697
Si	13.6125	2.718	20.4385
Si	10.8691	5.4473	20.413
Si	13.6151	8.1407	20.4147
Si	10.886	10.8549	20.3763
Si	13.6112	13.5876	20.3872
Si	16.3327	0.0181	20.388
Si	19.0573	2.7244	20.436
Si	16.3356	5.4045	20.4382
Si	19.0472	8.1322	20.4273
Si	16.3353	10.864	20.4267
Si	19.0545	13.6089	20.4243
Si	21.7423	0.0064	20.4209
Si	24.4736	2.7138	20.4298
Si	21.7518	5.4385	20.4147
Si	24.4765	8.1499	20.3999
Si	21.7897	10.87	20.4022
Si	24.4871	13.6098	20.4137
Si	27.2047	0	20.4212
Si	29.8777	2.7398	20.3944
Si	27.1993	5.4389	20.4136
Si	29.9197	8.1587	20.4158
Si	27.1932	10.8718	20.3637
Si	29.9222	13.6188	20.3878
O	28.3847	12.339	32.8459
O	1.6204	14.6938	28.5814
O	5.0749	2.3498	27.4941
O	1.147	6.5791	35.5542
O	2.6334	8.0946	38.2044
O	30.6271	0.0644	31.2583
O	28.9359	9.2394	28.7245
O	31.4682	10.6353	30.1777
O	6.3909	4.5423	37.463
O	3.7772	6.7952	28.6783
O	7.267	15.6937	31.5534
O	10.0168	3.5953	30.3218
O	22.8708	6.4595	35.9706
O	6.3295	15.4382	37.3706
O	13.4971	8.1382	38.4321
O	17.4438	4.3868	28.87
O	5.4712	8.2733	27.463
O	6.8894	10.3302	28.2578
O	10.9202	7.5192	27.6603
O	14.4193	0.9498	28.5334
O	16.872	9.4074	28.185
O	19.2669	6.5814	31.3033
O	15.7868	12.3315	28.3334
O	6.407	11.0465	33.7658
O	15.0079	13.3378	35.0195
O	19.9293	12.6111	37.3461
O	15.437	8.9849	30.3394
O	21.024	1.4108	28.7658
O	16.1998	2.6112	27.6
O	21.8689	8.1384	27.6607
O	20.7587	12.7268	28.4739
O	22.3365	13.4097	30.5626
O	23.3502	3.968	34.9255
O	24.5787	5.5771	27.682
O	26.4567	16.1754	30.3535
O	20.057	6.5478	28.6598
O	26.0228	12.0217	37.096
O	27.2066	13.5244	27.5662
O	3.2898	5.2439	30.6595
O	30.2961	8.6264	31.0695
O	30.0874	10.9968	27.3526
O	10.7652	5.2127	38.705
O	23.8834	9.614	28.5073
O	2.7603	2.7819	38.3449
O	10.781	2.2924	35.5502
O	13.6977	11.0799	34.3195
O	14.5222	1.3677	37.1244
O	20.7404	0.8174	37.3613
O	0.7228	9.7754	37.2748
O	4.6198	12.7187	28.4359
O	13.8939	15.54	30.5576
O	24.3908	13.6554	38.2722
O	19.1272	16.2159	27.724
O	22.907	4.3807	37.4787
O	31.6284	11.7716	37.3524
O	24.5126	-0.0333	27.5592
O	4.3931	6.2536	37.5296
O	28.7247	1.2999	29.9523
O	21.6517	10.7885	38.1616
O	30.9864	9.5387	36.0749
O	13.4526	13.3999	38.4681
O	24.5015	2.5996	38.472
O	27.8312	14.3623	34.341
O	10.3104	1.1534	37.8947
O	23.266	12.0439	28.5919
O	26.6367	1.3651	28.2947
O	22.82	1.3801	30.7857
O	11.6101	14.9026	37.5355
O	18.5958	3.8783	35.2143
O	12.8083	14.7559	35.1864
O	28.671	3.2929	37.7706
O	0.1683	1.6688	34.7813
O	9.9014	1.8448	28.3142
O	13.2128	1.6858	34.8208
O	17.8883	11.8655	31.2298
O	30.7733	1.9018	37.1931
O	4.6608	7.4908	31.1307
O	27.0769	3.4028	33.5683
O	18.295	6.4401	35.8612
O	8.0348	8.0838	35.5272
O	2.2329	3.2655	34.7366
O	25.5871	7.2598	37.8084
O	10.5629	16.0811	35.5533
O	7.516	8.4637	29.8985
O	29.5178	3.2382	32.7885
O	15.5261	3.4141	30.5695
O	24.9848	7.8564	35.4347
O	18.9704	10.9416	27.617
O	29.8282	13.5163	38.1908
O	29.234	8.0118	34.8154
O	31.7611	6.1665	37.2901
O	4.0255	15.7641	36.0649
O	16.2555	16.2077	38.3178
O	11.9486	10.0566	37.5411
O	7.5535	4.0161	31.1391
O	14.5798	5.8947	37.6479
O	26.7946	3.0628	30.8716
O	0.2661	3.6121	32.9898
O	21.4556	10.6701	34.8996
O	8.1672	2.7916	38.4673
O	27.0159	7.5175	33.3581
O	0.28	8.7386	31.4844
O	8.1463	0.0107	27.5573
O	1.7911	14.7893	37.1416
O	19.3854	12.0594	33.328
O	6.9523	3.6547	28.6234
O	29.768	5.4036	27.6361
O	22.712	4.1961	28.8296
O	17.252	4.4741	37.3677
O	32.0793	14.2725	31.1507
O	28.5105	9.4593	37.0369
O	9.0853	6.8756	37.6026
O	30.8568	2.6425	30.6468
O	4.8299	1.2618	37.7016
O	4.5165	9.524	32.8643
O	23.9619	11.5213	35.5512
O	20.2271	8.2368	35.3869
O	26.3496	0.8794	37.7863
O	17.5648	14.3093	28.5963
O	29.2756	3.337	35.3042
O	12.1757	5.5379	36.528
O	5.7919	13.0452	35.3043
O	27.228	1.0215	32.5284
O	20.2713	1.5961	31.3627
O	28.5508	7.0762	29.9537
O	14.9313	11.3788	37.6696
O	12.9787	3.7309	38.1035
O	15.0339	16.061	35.0812
O	9.0091	12.1741	28.5433
O	28.9633	10.6132	34.7333
O	28.4618	1.0973	36.2615
O	10.0463	11.9056	37.7264
O	15.226	7.2801	28.3714
O	31.5526	10.4905	32.7999
O	18.1519	14.5532	37.5646
O	24.9861	9.3195	32.7419
O	9.3919	3.6526	32.9254
O	22.5996	2.0214	33.3361
O	8.4064	12.3436	34.7838
O	32.5572	0.0881	38.0649
O	17.4495	7.4077	29.7115
O	30.9201	7.4391	28.7404
O	18.8737	8.0699	38.3591
O	4.014	12.5281	37.2524
O	2.1136	8.0125	33.3699
O	3.0242	0.2591	27.432
O	10.8621	13.6591	27.5378
O	15.0505	14.7501	28.4618
O	23.108	8.885	37.077
O	5.4969	10.718	38.3202
O	14.2013	4.0733	35.7941
O	2.8353	11.0637	27.4893
O	12.5153	15.4808	28.3375
O	22.9804	3.891	31.4413
O	26.5315	5.5478	30.2301
O	27.6545	3.9279	28.4247
O	29.9947	7.8678	38.2991
O	18.1273	2.9964	30.9729
O	20.4341	10.9645	31.1158
O	5.179	3.1577	30.6266
O	10.5942	12.3131	33.1802
O	14.3923	6.9039	31.5684
O	6.0384	1.0063	35.4307
O	15.7463	2.2922	34.913
O	20.5924	8.5109	30.3116
O	0.0367	2.7242	27.7314
O	14.7714	3.9683	33.105
O	4.0688	11.1137	34.9703
O	19.7848	14.5426	34.1612
O	21.8953	14.8591	32.7247
O	16.9014	9.547	37.441
O	5.5372	8.9374	35.1636
O	19.8277	3.7972	32.8478
O	3.1019	13.5809	35.1219
O	0.757	10.0988	28.557
O	20.4766	6.3819	37.2849
O	28.0076	14.8049	31.7917
O	22.6618	8.5126	34.4419
O	15.7164	11.9398	32.8534
O	16.8011	7.7504	32.2114
O	19.9139	13.574	31.3373
O	4.4005	3.4803	33.1811
O	0.726	5.0267	30.7437
O	7.8973	10.9918	30.579
O	12.584	10.9752	31.9766
O	8.5518	13.5138	30.8442
O	26.3977	7.3995	28.3773
O	8.4586	1.1786	36.2347
O	6.253	14.7642	28.3316
O	10.4911	11.7788	30.6436
O	12.0259	4.1601	34.3144
O	9.748	4.6994	35.4128
O	27.1559	5.3095	38.5297
O	24.5809	11.0001	30.7292
O	27.3197	6.6642	35.8303
O	32.1395	15.8215	33.3717
O	1.5404	10.4619	33.0198
O	9.4759	9.4254	37.2884
O	31.0626	5.0794	31.7926
O	22.909	15.6906	37.5542
O	7.0944	8.6254	37.8694
O	13.7662	10.8936	27.543
O	20.4695	5.6166	34.7063
O	24.912	2.2654	32.3424
O	16.119	11.002	35.3604
O	1.7469	15.8354	34.7239
O	4.4429	4.3484	35.6762
O	0.3988	6.1815	33.1171
O	7.601	3.1676	34.7607
O	8.3931	6.5288	31.2701
O	21.0898	15.6896	30.3714
O	11.5733	1.5215	30.2891
O	23.2984	11.3986	33.0676
O	6.2504	1.6888	32.4868
O	22.9014	1.5482	35.9839
O	1.3418	4.8297	37.5453
O	5.9547	13.5444	30.6016
O	8.1243	13.6434	38.3016
O	12.4545	6.8518	29.7367
O	1.9806	4.3239	28.5278
O	10.5734	13.5097	35.5159
O	18.1219	13.0603	35.4001
O	26.3658	8.1656	30.9007
O	17.4818	13.8257	32.9506
O	8.7391	6.4553	28.604
O	32.0418	12.4241	28.3022
O	10.5611	10.9122	35.3891
O	0.921	12.1094	30.3931
O	20.5519	3.9189	30.3206
O	2.946	5.6047	33.8644
O	1.3846	1.0834	32.5967
O	31.0498	0.8899	28.719
O	27.5028	9.9434	32.5973
O	22.0747	13.1712	34.6954
O	13.6588	2.0508	31.7042
O	4.0035	14.9786	29.6861
O	8.625	1.6268	31.3598
O	10.14	8.1456	30.0539
O	18.9756	2.6299	38.2379
O	0.1015	11.2163	35.0887
O	20.9507	2.9976	35.0883
O	3.8336	1.2588	31.8435
O	13.2112	4.6487	31.1141
O	13.568	5.3677	27.5563
O	14.1955	14.6563	32.9657
O	21.8166	6.1241	30.5417
O	28.6632	5.5102	33.929
O	12.2763	13.5539	31.5131
O	16.3517	4.996	34.8772
O	17.3803	12.0425	37.5644
O	17.0158	5.3342	31.3117
O	27.9064	15.1131	37.3436
O	9.5995	7.9114	33.0394
O	5.7983	5.5828	29.8809
O	8.1035	5.6645	33.7335
O	8.103	0.6728	33.7708
O	16.0199	13.5534	30.6781
O	22.6551	9.4743	31.4609
O	25.7546	11.5548	28.4659
O	6.0483	6.3832	35.5115
O	2.0318	14.2384	31.2455
O	12.0226	8.9982	33.5604
O	2.0114	0.3312	30.1873
O	6.9612	13.55	33.001
O	5.4124	9.9365	30.4341
O	28.9447	4.4849	30.5464
O	11.1899	6.7608	34.6582
O	14.527	9.2206	32.7731
O	6.9273	7.7704	33.2599
O	28.3544	15.6091	28.4771
O	20.5344	9.0848	32.9419
O	22.6508	14.5707	28.2752
O	25.7515	15.2663	32.9692
O	26.2954	16.103	35.4649
O	0.4459	12.7493	32.9433
O	32.5028	4.2509	35.5105
O	30.1848	14.2909	32.9781
O	12.1213	16.1144	32.2146
O	11.3977	2.0618	32.9575
O	21.7173	15.7327	35.262
O	25.3496	13.6856	35.0803
O	2.1243	2.8654	30.7362
O	12.212	9.3439	28.7856
O	25.1518	5.2661	36.2002
O	11.8346	6.7054	32.1954
O	11.9106	3.5317	28.5183
O	26.475	11.4054	34.544
O	2.803	9.249	31.0415

Results
total energy: -218734.167 eV
total energy less fixed offsets of O -438.35, Si -107.03 eV per atom: -15.447 eV

Forces (eV/angstrom), in the order of the atoms: element, x, y, z
Si	0.1253	-0.1455	0.7362
Si	-0.0221	-0.1934	0.7173
Si	-0.2909	0.0173	0.7264
Si	0.1244	-0.0722	0.7741
Si	-0.1076	0.1672	0.6907
Si	-0.1994	0.12	0.7465
Si	-0.151	0.1311	0.6808
Si	-0.0707	-0.1784	0.5898
Si	-0.196	0.1416	0.6786
Si	-0.1165	0.3244	0.7002
Si	0.1238	0.018	0.6777
Si	-0.0272	-0.1109	0.7144
Si	-0.0462	0.213	0.7299
Si	-0.1914	0.2745	0.7387
Si	0.0943	-0.1493	0.641
Si	0.2464	-0.0744	0.6734
Si	-0.2576	0.0523	0.693
Si	0.2566	-0.0495	0.6841
Si	0.0552	-0.1473	0.7198
Si	0.1742	-0.088	0.7115
Si	-0.1549	0.0882	0.6863
Si	0.2057	-0.1825	0.741
Si	-0.132	0.2517	0.68
Si	-0.1767	0.1317	0.7402
Si	-0.2256	0.0258	0.7278
Si	0.0766	-0.1078	0.7352
Si	-0.1794	0.1311	0.7158
Si	-0.1231	0.0104	0.7681
Si	0.2848	-0.151	0.7259
Si	0.1688	-0.2509	0.6847
Si	-0.0805	0.257	0.7387
Si	-0.1981	0.1058	0.7304
Si	0.1925	-0.031	0.7012
Si	0.2336	-0.1968	0.6957
Si	-0.2829	0.297	0.6907
Si	0.1274	-0.1321	0.7575
Si	-0.0223	0.001	-0.0679
Si	0.0309	0.0007	-0.0381
Si	0.0132	0.0056	-0.0553
Si	0.0035	-0.0279	-0.0418
Si	0.0176	-0.0259	-0.0447
Si	0.0058	-0.0133	-0.0601
Si	0.0055	-0.0032	-0.0316
Si	0.0083	0.0109	-0.0176
Si	-0.0079	-0.0063	-0.0444
Si	0.0119	0.0239	-0.056
Si	0.0209	-0.0241	-0.0394
Si	-0.0153	-0.0214	-0.0564
Si	-0.0143	-0.0048	-0.0779
Si	-0.0079	-0.0052	-0.0591
Si	0.0341	0.0379	-0.0199
Si	-0.0437	0.0071	-0.0192
Si	-0.0081	0.0013	-0.0283
Si	0.0082	-0.0141	-0.0427
Si	-0.0204	0.0259	-0.0405
Si	-0.014	0.006	-0.0527
Si	-0.0044	0.0053	-0.0576
Si	-0.0202	-0.0052	-0.0837
Si	-0.0256	0.0176	-0.037
Si	0.0144	-0.0105	-0.0341
Si	-0.0077	0.0081	-0.0264
Si	0.003	-0.0058	-0.0297
Si	-0.0027	-0.0093	-0.0661
Si	0.0303	0.031	-0.0523
Si	-0.0396	0.0177	-0.0609
Si	-0.0006	0.0127	-0.0289
Si	0.0128	-0.0053	-0.0372
Si	0.0224	0	-0.0429
Si	-0.0173	0.0028	-0.0483
Si	0.0011	-0.0191	-0.0456
Si	-0.0089	0.0096	-0.0287
Si	-0.0256	0.0147	-0.0617
Si	-0.0056	0.0112	0.0307
Si	-0.0126	-0.0011	0.0286
Si	-0.0139	0.0012	0.0235
Si	-0.0097	0.0338	0.0331
Si	-0.0306	-0.0247	-0.0091
Si	0.0249	0.0286	-0.013
Si	0.0041	-0.0059	0.0158
Si	-0.007	0.0287	0.0322
Si	-0.0045	0.0059	0.0055
Si	0.0054	0.0071	0.0156
Si	-0.0268	0.0067	0.0276
Si	-0.02	0.0106	0.0197
Si	0.0241	-0.0162	0.0211
Si	0.0456	-0.0351	0.0011
Si	-0.0469	0.0175	0.0345
Si	0.0075	-0.029	0.0061
Si	0.0038	0.0162	0.0175
Si	-0.0213	0.0323	0.0249
Si	-0.027	0.0142	0.0333
Si	-0.0006	-0.0164	0.0296
Si	0.0192	0.0037	0.0209
Si	0.0231	-0.0073	0.0326
Si	0.0038	-0.0112	0.0115
Si	0.0071	-0.0001	-0.0168
Si	0.0077	0.0396	0.0093
Si	-0.0012	0.0111	0.046
Si	-0.0092	0.0139	0.0132
Si	-0.0316	0.0132	0.0073
Si	0.0186	-0.0175	0.0307
Si	0.0109	-0.016	0.012
Si	0.0176	-0.0314	0.0147
Si	0.0178	-0.0129	0.0012
Si	0.0039	-0.0323	0.0383
Si	0.0031	0.0031	0.0136
Si	0.0203	0.0018	0.016
Si	-0.0047	0.013	0.0176
Si	-0.0046	0.004	-0.0317
Si	-0.0162	-0.0037	-0.0269
Si	-0.005	0.0179	-0.0028
Si	0.0286	-0.0101	-0.0093
Si	0.0118	-0.0176	0.0043
Si	0.0079	0.0033	-0.005
Si	0.0154	-0.0019	0.0009
Si	0.0066	-0.0203	-0.0122
Si	0.0115	-0.0038	0.0104
Si	0.0124	-0.0064	0
Si	0.02	-0.0162	-0.0189
Si	0.0254	-0.0274	-0.0157
Si	-0.0141	-0.0121	0.0282
Si	-0.0133	0.0191	0.0056
Si	-0.0077	0.0212	0.0192
Si	-0.0103	0.0051	0.001
Si	0.006	-0.0199	0.0124
Si	0.0091	0.0095	-0.0214
Si	0.0085	0.0028	-0.0135
Si	-0.0191	-0.0023	-0.0057
Si	-0.0188	0.0072	0.0133
Si	-0.001	0.0068	-0.0035
Si	0.012	-0.0027	0.0056
Si	-0.0132	0.0079	0.0143
Si	-0.0078	0.0046	0.0112
Si	-0.0019	0.0016	0.0079
Si	-0.0077	-0.0192	0.0023
Si	0.015	0.0002	0.0059
Si	-0.0075	0.0245	-0.0165
Si	-0.016	-0.0207	-0.0111
Si	-0.0111	0.008	0.0085
Si	-0.0155	0.0116	-0.0012
Si	-0.0075	0.0014	-0.0082
Si	-0.0105	-0.005	-0.0088
Si	0.0117	-0.0119	0.0088
Si	0.002	0.0069	-0.0165
Si	0.0059	-0.014	-0.0066
Si	0.0209	-0.0121	-0.0217
Si	0.0169	-0.0084	-0.0023
Si	-0.0044	-0.0006	-0.0016
Si	-0.0089	0.0103	-0.0055
Si	-0.0059	0.0008	-0.0181
Si	0.0067	0.013	-0.0304
Si	0.0136	-0.0032	-0.0237
Si	0.0006	-0.0054	-0.0069
Si	-0.0018	0.0006	-0.0075
Si	-0.0132	0.0151	0.0055
Si	-0.0136	0.0032	-0.0102
Si	-0.0102	0.0082	-0.0064
Si	-0.0025	0.0016	-0.0023
Si	0.0059	0.0091	-0.0034
Si	-0.0121	0.0064	-0.0003
Si	-0.0054	-0.011	-0.001
Si	0.0006	0.0065	-0.0047
Si	-0.0116	0.0102	-0.0023
Si	0.0073	-0.0057	-0.0075
Si	0.0062	0.0021	-0.003
Si	-0.0101	-0.0055	0.0017
Si	-0.0003	-0.0032	-0.0088
Si	0.0016	0.0148	-0.0057
Si	0.0098	-0.0038	-0.0076
Si	-0.0019	0.0019	0.0053
Si	-0.0016	-0.0108	-0.0078
Si	-0.0193	0.0016	-0.0073
Si	-0.0035	0.017	-0.0044
Si	-0.0034	0.0031	-0.0047
Si	0.0214	0.0035	0.0078
Si	-0.0095	0.0106	-0.0005
Si	0.003	0.0036	0.0014
Si	-0.0039	0.0005	-0.0069
Si	-0.0038	0.0091	0.0001
Si	0.0152	-0.0122	-0.017
Si	-0.0182	0.0091	0.0104
Si	0.0046	0.0011	0.0153
Si	-0.0194	0.0128	-0.0141
Si	0.0117	-0.0107	0.0387
Si	0.0035	-0.0008	0.0105
Si	0.006	0.0115	-0.0084
Si	-0.0031	-0.0271	-0.0147
Si	-0.0265	-0.0134	-0.0097
Si	-0.0054	0.0213	0.0102
Si	0.0243	0.0008	-0.0121
Si	0.0296	-0.0115	-0.0118
Si	0.0191	0.0122	0.0084
Si	0.0105	-0.0208	0.0052
Si	-0.0032	-0.0093	0.0065
Si	-0.0142	-0.0043	0.0077
Si	0.0039	-0.0141	-0.0244
Si	0.0053	0.0085	0.0196
Si	-0.009	0.0001	-0.014
Si	-0.0208	-0.007	0.024
Si	0.0053	0.0189	-0.0075
Si	0.0191	0.0013	-0.0049
Si	0.013	0.0073	0.0056
Si	0.0062	-0.0054	0.019
Si	0.0057	0.0077	-0.0112
Si	-0.0151	-0.0179	0.0156
Si	-0.0115	0.0008	0.0058
Si	-0.0024	0.0068	0.0053
Si	0.0023	-0.0198	-0.0221
Si	-0.0006	0.0077	0.0091
Si	-0.0012	-0.0145	0.0073
Si	-0.0029	-0.0121	-0.0057
Si	-0.0076	0.025	0.0238
Si	0.013	-0.011	0.0114
Si	0.0161	0.0039	-0.043
Si	0.0093	0.0076	0.0199
Si	0.0136	0.0072	-0.0156
Si	-0.005	-0.0041	-0.041
Si	0.0258	-0.0044	-0.0134
Si	0.0141	-0.0202	0.0162
Si	-0.015	-0.0293	-0.0334
Si	0.0277	0.0227	-0.0309
Si	-0.0032	-0.0074	-0.0389
Si	0.0023	-0.0036	-0.0541
Si	-0.0033	0.0029	-0.0294
Si	-0.0245	0.0002	-0.0034
Si	0.0037	0.0114	0.0096
Si	0.009	0.0291	-0.0205
Si	-0.009	-0.0139	-0.0448
Si	0.0096	-0.0125	-0.0038
Si	0.002	0.0126	-0.0353
Si	0.0031	-0.0242	-0.0205
Si	-0.0396	-0.0021	-0.0032
Si	-0.0425	-0.0004	-0.0255
Si	0.0122	0.0012	-0.0079
Si	0.0165	0.0445	-0.0248
Si	-0.0132	-0.0254	-0.0023
Si	-0.0292	0.0176	-0.0049
Si	-0.0044	-0.0085	-0.0322
Si	0.0184	0.0226	-0.0284
Si	0.0077	-0.0084	-0.0303
Si	0.044	0.0067	-0.0242
Si	-0.0232	-0.0103	-0.0248
Si	-0.0238	0.0021	-0.0244
Si	-0.0008	0.026	-0.0027
Si	-0.0125	0.0125	-0.0229
Si	-0.0145	-0.0151	-0.0346
Si	0.0054	0.0413	-0.0016
Si	-0.0065	-0.0129	-0.0291
Si	0.0294	0.0013	-0.0098
Si	-0.0279	0.0024	-0.0064
Si	-0.0135	0.0148	-0.0324
Si	0.0037	0.0038	-0.0081
Si	0.0064	-0.0124	0.0671
Si	-0.0293	0.0143	0.0518
Si	-0.0101	-0.0208	0.0726
Si	-0.0016	0.0177	0.063
Si	0.0012	-0.0064	0.0249
Si	-0.0381	-0.0111	0.054
Si	0.0229	-0.0242	0.0654
Si	0.0072	0.0268	0.0961
Si	0.0221	0.0074	0.0403
Si	-0.0276	-0.0149	0.0264
Si	0.0011	-0.0042	0.0609
Si	0.0169	0.008	0.0823
Si	-0.026	-0.0187	0.0585
Si	0.012	0.0115	0.0306
Si	0.0356	0.0062	0.0363
Si	-0.0106	0.0094	0.0085
Si	0.005	0.0006	0.0491
Si	0.0134	0.0063	0.0478
Si	-0.0094	-0.0401	0.0376
Si	-0.0313	-0.0158	0.0589
Si	0.0028	-0.0233	0.0424
Si	0.0164	0.0027	0.0429
Si	0.017	-0.0114	0.0282
Si	-0.003	-0.0061	0.0407
Si	-0.0282	-0.0115	0.0591
Si	0.0091	0.0169	0.0462
Si	0.0088	0.0236	0.064
Si	0.0076	0.0057	0.0427
Si	0.0288	0.02	0.0437
Si	0.0056	-0.026	0.049
Si	-0.0043	-0.0095	0.0534
Si	0.0111	0.013	0.0573
Si	-0.0172	0.0214	0.0418
Si	0.0014	-0.0182	0.0423
Si	0.0318	-0.0152	0.0521
Si	-0.0167	-0.0101	0.0747
Si	-0.2405	-0.105	-0.6579
Si	0.0023	0.0153	-0.5085
Si	0.0373	0.1665	-0.7114
Si	-0.2063	-0.2636	-0.7166
Si	-0.1664	-0.4016	-0.7
Si	0.1788	0.2339	-0.7285
Si	-0.1061	-0.1646	-0.8047
Si	0.1061	0.0762	-0.7616
Si	0.0522	0.2714	-0.7096
Si	-0.2481	-0.1559	-0.6306
Si	0.2462	0.0371	-0.7083
Si	-0.087	-0.2382	-0.7294
Si	0.1841	0.0658	-0.7456
Si	-0.1466	-0.2549	-0.7103
Si	-0.1892	-0.1024	-0.7338
Si	0.1291	0.0941	-0.6952
Si	-0.3596	-0.2583	-0.7246
Si	0.0513	0.3507	-0.6891
Si	-0.2559	-0.0967	-0.6827
Si	0.1111	0.2343	-0.6799
Si	0.3786	0.1979	-0.6834
Si	-0.1648	-0.148	-0.7187
Si	0.0463	-0.1821	-0.6613
Si	0.1871	0.1038	-0.6674
Si	-0.0473	-0.1587	-0.762
Si	0.0263	0.2251	-0.692
Si	-0.1526	-0.2871	-0.6862
Si	0.1168	0.0893	-0.6881
Si	0.0565	0.2833	-0.6659
Si	-0.2855	-0.0964	-0.7142
Si	0.2846	0.1145	-0.7446
Si	-0.2116	-0.1337	-0.7007
Si	-0.0222	-0.2621	-0.62
Si	0.3473	0.1577	-0.6387
Si	-0.4279	-0.3056	-0.6517
Si	0.1018	0.3006	-0.6567
Si	0.0629	0.1383	0.0962
Si	-0.0183	0.0602	-0.0784
Si	0.029	-0.022	0.0629
Si	0.0736	-0.0158	-0.1697
Si	-0.1912	-0.1111	-0.0195
Si	-0.007	-0.0083	-0.0354
Si	-0.0852	0.0332	-0.129
Si	-0.016	-0.1414	0.0947
Si	0.0387	0.0325	0.165
Si	-0.0816	-0.0096	0.0786
Si	-0.0043	-0.1358	-0.0555
Si	0.1528	-0.0455	0.0521
Si	0.0015	-0.014	-0.083
Si	0.0763	0.0095	0.0818
Si	0.0034	0.0904	-0.1891
Si	-0.0697	-0.0365	0.0275
Si	-0.0363	-0.0631	-0.0416
Si	0.0102	-0.0959	0.0052
Si	-0.0155	0.056	0.0533
Si	0.0995	-0.0248	0.0148
Si	0.0681	-0.0112	-0.0356
Si	-0.0071	0.0471	-0.018
Si	0.0415	0.0583	-0.0127
Si	-0.0345	-0.1057	-0.0333
Si	-0.0782	-0.0178	-0.0849
Si	-0.0293	0.1405	0.0912
Si	0.1548	0.1534	-0.1854
Si	-0.0079	0.0435	-0.0278
Si	0.0583	0.0566	0.021
Si	-0.0831	0.0306	0.1518
Si	-0.0035	-0.0802	0.011
Si	-0.0196	-0.0952	-0.0699
Si	-0.0118	0.0115	0.022
Si	-0.0422	0.015	-0.1232
Si	-0.1245	-0.1143	-0.0435
Si	-0.0435	-0.1238	-0.0172
Si	-0.0884	0.0423	0.1424
Si	0.0095	0.0256	0.0908
Si	-0.1216	-0.0207	0.1556
Si	0.1553	-0.068	0.1033
Si	0.05	-0.0018	-0.0217
Si	0.0587	0.0156	-0.2526
Si	0.0152	0.0124	-0.1803
Si	0.0473	0.054	-0.0271
Si	-0.0047	-0.0416	-0.1662
Si	0.0301	0.0645	-0.0104
Si	0.0208	-0.1343	-0.0507
Si	0.0042	0.014	0.1835
Si	0.0342	0.1112	-0.1104
Si	0.097	0.0383	0.1797
Si	0.0469	0.0327	0.1999
Si	0.1831	-0.0222	-0.1683
Si	0.1043	0.0919	-0.1359
Si	-0.0355	0.0125	0.1012
Si	0.0295	0.049	-0.041
Si	0.0204	-0.0702	-0.0203
Si	-0.0373	-0.0221	0.1264
Si	0.0751	0.1466	0.0194
Si	-0.0341	0.0444	-0.084
Si	0.0243	0.0635	0.145
Si	0.0245	0.1332	0.0823
Si	0.1048	-0.0315	0.0142
Si	0.0572	-0.017	0.0629
Si	0.0301	-0.0363	0.1292
Si	0.0461	-0.0044	-0.0475
Si	0.1261	0.0309	0.0628
Si	0.0343	-0.0885	0.0166
Si	0.0207	-0.0984	-0.1499
Si	-0.0268	0.0185	0.1059
Si	-0.0386	0.0471	0.0551
Si	0.0628	-0.0402	-0.0169
Si	0.0048	-0.0325	0.0789
Si	0.1561	-0.0836	0.1164
Si	0.1352	-0.033	0.1633
Si	-0.0727	0.0205	0.2122
Si	0.0061	0.0978	-0.0163
Si	-0.043	0.0821	-0.1463
Si	0.0904	-0.007	0.2028
Si	-0.0178	0.0229	0.1286
Si	0.025	-0.0583	0.121
Si	-0.0985	-0.0332	0.0416
Si	0.0202	-0.0773	0.1492
Si	-0.1814	0.0076	0.1501
Si	0.0835	-0.016	-0.0612
Si	0.0772	-0.0732	0.1542
Si	0.0912	0.0357	-0.1442
Si	0.0275	-0.0373	-0.0519
Si	-0.018	-0.0802	0.0199
Si	-0.0207	-0.0546	-0.0954
Si	-0.0647	-0.1262	-0.0551
Si	-0.0537	-0.0409	0.0195
Si	0.0091	-0.0142	0.0133
Si	0.0087	0.1031	-0.0658
Si	0.0653	-0.0463	-0.0124
Si	-0.0514	-0.173	-0.0883
Si	-0.0436	0.0541	-0.0058
Si	0.029	0.0444	-0.1056
Si	0.0431	-0.0935	-0.0748
Si	0.0416	0.0557	0.0793
Si	0.0994	-0.0332	0.1291
Si	0.0884	0.0055	0.0568
Si	0.0197	-0.1202	-0.1164
Si	0.016	-0.1102	-0.0078
Si	-0.0145	0.0209	-0.0956
Si	-0.0678	-0.0242	-0.0415
Si	0.0176	-0.0902	0.005
Si	-0.0669	0.0481	0.0485
Si	-0.0555	-0.0342	-0.0657
Si	0.0061	0.0057	-0.0029
Si	0.0067	0.0098	-0.0034
Si	0.0132	0.0028	0.0037
Si	0.0001	0.0115	0.0121
Si	-0.0227	0.0009	0.0028
Si	-0.0114	0.0011	-0.0044
Si	-0.0037	0.0101	0.0019
Si	0.0052	-0.0031	0.014
Si	0.0189	0.0129	0.0051
Si	0.0046	0.0121	0.0075
Si	0.0017	0.0016	0
Si	-0.0157	0.0025	0.0067
Si	-0.003	-0.0022	0.0124
Si	0.0002	-0.0068	-0.007
Si	0.0189	-0.0117	-0.0092
Si	0.003	-0.018	0.0019
Si	0.0009	-0.0014	0.0132
Si	-0.0108	-0.0143	-0.0023
Si	-0.0017	-0.0078	0.0011
Si	-0.0029	0.0121	0.0054
Si	0.013	-0.0177	0.0117
Si	-0.0033	0.0054	0.0048
Si	-0.0005	-0.007	0.0073
Si	-0.0003	-0.0031	-0.0017
Si	0.0174	-0.0047	0.0043
Si	0.0041	0	0.0006
Si	-0.0014	0.0022	0.0171
Si	-0.0121	-0.0024	0.0031
Si	0.0063	-0.008	-0.0029
Si	0.0003	0.0131	0.0099
Si	0.0149	-0.0043	-0.0015
Si	0.0056	0.0027	0.0009
Si	0.0173	-0.0075	0.0005
Si	0.0016	0	0.015
Si	-0.0176	-0.0002	0.0069
Si	-0.0094	-0.003	0.0034
Si	-0.0029	-0.0013	-0.0099
Si	0.0101	-0.0043	-0.0057
Si	-0.0013	-0.0008	-0.0066
Si	-0.0045	-0.0027	-0.0005
Si	0.0054	-0.0017	-0.001
Si	0.0007	-0.0036	-0.0067
Si	0.006	0.0018	-0.0074
Si	-0.0133	0.0013	0.0006
Si	0.0014	0.0005	0.0041
Si	-0.0041	0.0028	-0.0001
Si	0.0062	0.0013	-0.006
Si	0.0094	-0.0067	0.0031
Si	-0.0073	0.0011	0.0011
Si	0.0027	0.0061	0.0053
Si	-0.0073	0.0002	0.0006
Si	0.0036	0	-0.0002
Si	-0.0184	0.0011	0.0066
Si	0.0043	0.0049	-0.0096
Si	-0.0075	0.009	-0.0025
Si	-0.0051	0.011	-0.0038
Si	-0.0077	-0.0007	0.0015
Si	-0.004	-0.0037	-0.0024
Si	-0.0017	0.001	-0.0047
Si	-0.0004	-0.0038	-0.0014
Si	0.0043	-0.0009	-0.0006
Si	-0.0077	0.0017	-0.0022
Si	-0.0013	-0.0042	-0.0028
Si	-0.0035	-0.0018	-0.0036
Si	0.0085	0.0104	0.0001
Si	-0.0035	-0.0015	-0.0018
Si	0.0049	-0.0042	-0.003
Si	-0.0052	-0.0004	-0.0022
Si	0	0.0075	0.0003
Si	0.0008	-0.0023	-0.0012
Si	-0.0053	-0.0039	-0.0089
Si	0.006	0.0023	-0.0098
Si	-0.0004	0.0035	0.002
Si	-0.0083	-0.002	-0.0014
Si	0.0116	0.0118	-0.0007
Si	0.0138	0.0055	-0.0001
Si	-0.0016	-0.007	-0.0041
Si	0.0033	0.0034	-0.0047
Si	0.0018	0.0065	-0.0058
Si	0.0168	0.0216	0.0017
Si	-0.006	-0.0071	-0.0035
Si	0.0081	-0.0013	-0.0062
Si	-0.006	-0.0089	0.004
Si	-0.0074	-0.0097	-0.0067
Si	0.0011	0.0087	-0.0007
Si	-0.0068	0.003	-0.0004
Si	-0.0149	-0.0113	-0.0002
Si	-0.0072	-0.0019	-0.0127
Si	0.0112	0.0104	0.0059
Si	-0.0063	-0.0053	0.0005
Si	-0.0071	-0.0032	-0.0003
Si	-0.0102	-0.0111	0.0029
Si	0.0032	-0.0014	-0.0005
Si	0.0068	0.0083	0.0006
Si	0.0007	-0.0002	-0.0079
Si	0.0046	-0.0009	-0.0052
Si	0.0004	0.0008	-0.0111
Si	0.0063	0.0053	0.003
Si	0.0029	0.0004	-0.0044
Si	0.0052	-0.0025	0.0014
Si	0.0048	0	-0.0021
Si	0.0004	0.0003	0.002
Si	0.0008	-0.0058	-0.0004
Si	0.004	0.0073	-0.0024
Si	-0.0161	-0.0139	-0.0008
Si	-0.008	-0.017	-0.0038
Si	0.0013	0.0077	-0.0029
Si	-0.0038	0.0089	0.002
Si	0.0051	-0.0057	-0.0019
Si	0.0034	0.0015	-0.0002
Si	-0.0013	-0.0002	-0.0021
Si	0.0088	-0.0127	-0.0013
Si	-0.0036	0.0063	-0.0058
Si	-0.0001	0.0045	-0.0003
Si	0.0012	-0.0032	-0.0039
Si	-0.0001	0.0003	-0.001
Si	0.0036	0.0063	0.0067
Si	0.0033	-0.0049	-0.001
Si	-0.0057	0.0018	0.0027
Si	0.0061	-0.0004	0.0012
Si	-0.0003	0.0021	-0.0022
Si	0.0026	-0.0019	0.0041
Si	0.0038	-0.0084	0.0109
Si	-0.0006	-0.0013	0.0019
Si	0.0012	0.0015	0.0064
Si	-0.0156	0.0016	0.0049
Si	0.0028	0.0045	0.0021
Si	-0.0055	0.0054	0.003
Si	-0.0027	-0.0001	0.0021
Si	-0.0023	-0.0031	-0.0038
Si	-0.0004	-0.0027	-0.003
Si	0.001	0.002	0.0019
Si	-0.0041	0.0011	-0.0033
Si	0	0.0035	-0.0005
Si	0.0011	-0.0061	-0.0042
Si	0.0028	0.002	-0.0001
Si	0.0033	-0.0032	0.0003
Si	0.0026	-0.004	0.0003
Si	-0.0052	0.0029	-0.002
Si	0.001	0.0023	-0.0035
Si	0.0015	0.004	0.0055
Si	-0.0077	0.0111	-0.0025
Si	-0.004	-0.0019	0.0024
Si	0.003	-0.0009	-0.0043
Si	0.0017	0.0036	-0.0007
Si	0.0063	0.0074	-0.0009
Si	0.0037	-0.0008	0.0032
Si	-0.0028	0.0007	0.004
Si	-0.0019	-0.0011	-0.0035
Si	0.0029	-0.0014	0.001
Si	-0.002	-0.0004	-0.0033
Si	0.0011	0.0017	-0.004
Si	0.0077	0.0041	-0.0021
Si	0.0073	0.0002	0.0003
Si	-0.0045	0.0021	-0.0028
Si	-0.0029	0.0013	-0.0007
Si	0.0107	0.0029	0.0001
Si	-0.0087	-0.0033	0.0016
Si	-0.0039	0.0071	0.0011
Si	-0.0034	-0.0027	-0.0019
Si	-0.0096	-0.0064	-0.0007
Si	-0.0033	0.0034	-0.0049
Si	-0.0027	-0.0045	-0.0028
Si	-0.0001	0.0051	-0.0047
Si	-0.0013	-0.0102	0.0015
Si	-0.0007	0.0034	0
Si	0.0037	0.0028	-0.0028
Si	0.001	-0.0022	-0.0018
Si	0.0064	0.0011	-0.0058
Si	0.0069	-0.0009	-0.0026
Si	0.0004	0.0031	0.0005
Si	-0.0049	-0.0088	0.0048
Si	0.0035	0.0018	0.0019
Si	0.0011	0.0036	0.0026
Si	0.0033	0.0036	0.0014
Si	0.0017	-0.0023	0.0005
Si	-0.0069	-0.0009	-0.0007
Si	-0.0022	-0.0037	-0.0023
Si	-0.0075	-0.0115	0.0014
Si	-0.0042	-0.0038	-0.0008
Si	0.0022	-0.0048	-0.0011
Si	-0.0028	-0.0048	0.0002
Si	0.0012	0.0013	0.0014
Si	0.0076	-0.007	0.0017
Si	0.0029	0.0036	-0.0021
Si	-0.0004	0.0012	-0.0018
Si	-0.0016	-0.0015	-0.001
Si	0.0032	-0.0002	0.0051
Si	-0.0013	-0.0004	0.0033
Si	0.0018	-0.0029	0.0032
Si	0.0066	-0.0033	0.0001
Si	-0.0033	0.0011	-0.0008
Si	-0.0096	0.0049	0.0024
Si	-0.0027	0.0055	0.0031
Si	-0.003	-0.0054	0.0064
Si	-0.0015	-0.0011	-0.0015
Si	0.0033	0.0004	-0.0011
Si	0.0016	0.0001	0.0001
Si	0.0001	0.0029	-0.0012
Si	-0.0018	-0.0038	-0.0017
Si	-0.0008	-0.0001	-0.0004
Si	0.0055	-0.0015	-0.0006
Si	-0.0025	0.0032	-0.0007
Si	-0.0009	-0.0006	-0.0005
Si	-0.0042	0.0033	-0.0014
Si	-0.002	0.0032	-0.0001
Si	0.0057	-0.001	0.002
Si	-0.0009	0.0056	0.0017
Si	0.0026	-0.0054	0.0011
Si	-0.0053	0.0007	-0.0021
Si	-0.0044	0.0014	-0.0015
Si	-0.0042	0.0056	-0.002
Si	-0.0018	0.0015	-0.0011
Si	0.0024	0.0014	-0.0028
Si	0.0022	0.0026	-0.0024
Si	0.0007	-0.0003	-0.0012
Si	0.0053	0.0014	-0.0009
Si	0.0068	0.0046	0.0007
Si	-0.0019	-0.0048	0.0009
Si	-0.005	-0.0004	-0.0013
Si	-0.0002	0.0002	0.0004
Si	0.0042	0.0023	-0.0012
Si	0.0056	0.0011	0.0009
Si	0.0006	0.0009	0.0004
Si	0.0021	0.0029	0.0002
Si	0.0013	-0.0011	-0.0002
Si	-0.006	0.0044	-0.0039
Si	0.0016	0.0045	-0.0003
Si	0.0013	-0.002	0.0016
Si	-0.0018	0.001	0.0012
Si	-0.003	0.0035	0.0018
Si	-0.0023	0.0005	0.0006
Si	-0.0026	-0.0012	-0.0004
Si	-0.0007	-0.001	-0.0015
Si	0.0011	-0.0052	0.0009
Si	0.0018	0.0007	0.0017
Si	-0.0064	0.0042	-0.001
Si	-0.0028	0.0012	-0.0004
Si	-0.0009	-0.003	-0.0003
Si	0.0028	-0.0041	-0.0008
Si	0.0028	0.0045	-0.001
Si	0.0007	-0.0027	0.0008
Si	-0.0028	-0.0025	0.0035
Si	-0.0031	-0.0016	0.0007
Si	0.0032	0.0014	-0.0021
Si	0.0058	0.0024	0.001
Si	-0.0022	0.0005	0
Si	-0.0007	-0.0001	0.0027
Si	-0.0044	-0.0033	0.001
Si	-0.0038	-0.0021	0.0021
Si	-0.0005	-0.0043	0.0011
Si	0.0029	-0.002	-0.0004
Si	-0.0074	-0.0056	-0.0001
Si	-0.0014	-0.0001	0.0006
Si	0.0053	0.0058	-0.0021
Si	0.0012	-0.0021	-0.0007
Si	0.0058	0.0017	0.0029
Si	0.0063	0.0031	0.0021
Si	-0.0045	-0.0022	0.0037
Si	0.0004	-0.0005	0.0071
Si	-0.0013	-0.0013	0.0009
Si	0.0008	0.0008	-0.0002
Si	0.0084	-0.0007	-0.0015
Si	-0.0001	-0.0054	-0.0001
Si	0.0008	-0.0003	0.0042
Si	-0.0058	0.0031	0.0038
Si	-0.0001	-0.0034	0.0059
Si	-0.0017	-0.0049	0.0037
Si	-0.0012	0.0004	0.0002
Si	0.0054	0.0024	-0.0014
Si	-0.0027	-0.0021	-0.003
Si	0.0001	0.0007	0.0004
Si	0.0034	-0.0024	0
Si	0.0006	0.0018	-0.0001
Si	-0.002	0.0041	0.0017
Si	-0.0066	0.0008	0.0042
Si	0.0004	0.003	0.0022
Si	0.0011	-0.0013	0.0004
Si	0.0005	0.0013	0.0009
Si	0.0061	0.0034	-0.002
Si	0.0039	0.0013	-0.0012
Si	-0.0049	0.0011	-0.0027
Si	-0.0003	0.0026	-0.0012
Si	-0.0037	-0.001	-0.0015
Si	-0.0043	-0.0009	-0.0003
Si	0.0043	0.0037	0.0008
Si	-0.0011	-0.0019	-0.0042
Si	-0.0044	0.0026	-0.002
Si	0.0042	0.0035	-0.0018
Si	0.0025	-0.0007	0.0008
Si	-0.0043	0.0022	0.0032
Si	0.0081	0.0006	-0.0019
Si	0.0065	-0.0033	0.0051
Si	-0.0059	-0.0001	-0.0029
Si	0.0087	0.0033	0.0032
Si	0.0007	-0.0049	0.0027
Si	-0.0055	0.0054	0.0017
Si	-0.0048	0.0046	0.0023
Si	-0.0006	0.0008	-0.0025
Si	0.0027	0.0024	0.0011
Si	-0.0026	-0.004	0.0021
Si	0.0059	-0.009	-0.0052
Si	0.0053	-0.0035	0.004
Si	-0.0028	0.0033	-0.0003
Si	-0.0026	0.0089	0.0029
Si	-0.0029	-0.0025	0.0019
Si	0	0.0066	-0.0013
Si	-0.0001	-0.0053	0.0036
Si	-0.0079	0.0097	-0.0004
Si	-0.0025	0.0044	0.0016
Si	-0.0038	-0.0024	0.0035
Si	0.0018	-0.0004	0.0028
Si	0.0077	-0.0049	0.0009
Si	-0.0022	0.0033	0.0006
Si	0.0053	-0.0039	0.0026
Si	0.0043	-0.0048	0.0024
Si	-0.0068	0.001	0.0019
Si	0.0023	-0.0041	-0.0024
Si	-0.0028	-0.0013	-0.0002
Si	0.0064	-0.0001	0.0005
Si	-0.0012	0.0024	0.0055
Si	-0.0029	-0.0055	0.0048
Si	-0.0025	0.0047	0.0009
Si	-0.0018	0.0022	0.0065
Si	0.0004	-0.0034	0.0008
Si	0.0042	-0.007	0.0008
Si	0.0065	0.006	-0.0018
Si	-0.002	0.0024	-0.0088
Si	0.0103	0.0079	-0.0034
Si	-0.0071	-0.0066	0.0061
Si	0.0027	0.0001	0.0074
Si	0.0034	0.0048	0.007
Si	0.0031	-0.0052	0.0051
Si	0.0008	-0.0056	0.002
Si	-0.0063	-0.0007	-0.0053
Si	-0.0031	-0.0001	-0.0008
Si	0.0045	0.0056	-0.0024
Si	0.0042	-0.0035	-0.0026
Si	-0.0022	0.0015	0.0033
Si	-0.0037	0.002	-0.0003
Si	0.0011	0.0049	-0.004
Si	-0.0036	-0.0015	-0.0056
Si	-0.0052	-0.0077	-0.0023
Si	-0.0006	0.0035	0.0022
Si	-0.0013	-0.0073	-0.0003
Si	0.0043	0	-0.0019
Si	-0.0021	0.0042	0.0026
Si	0.0016	0.0056	0.0021
Si	0.0004	0.0044	-0.0001
Si	-0.0063	-0.0112	0.0014
Si	-0.0013	0.0059	0.0002
Si	-0.0062	0.0011	-0.0054
Si	0.0064	0.0057	-0.001
Si	0.0058	0.0073	-0.0047
Si	-0.0057	-0.0006	-0.0024
Si	-0.0004	-0.005	-0.0062
Si	0.0064	0.005	0.0015
Si	0.0022	0.0074	-0.0005
Si	-0.0055	-0.0083	-0.0003
Si	0.0041	0.0029	0.0048
Si	-0.0087	0.0051	-0.0075
Si	-0.0001	-0.0035	0.0017
Si	0.0075	-0.0037	0.0067
Si	0.0109	-0.007	-0.005
Si	0.0128	-0.0096	0.0009
Si	-0.0013	0.0137	0.0027
Si	-0.0044	-0.0019	-0.0025
Si	-0.0058	0.0014	0.0032
Si	-0.0165	0.0202	-0.0052
Si	-0.0045	0.0137	-0.0016
Si	0.017	-0.0079	0.0027
Si	0.0078	-0.0085	-0.0009
Si	0.0028	-0.0173	0.0001
Si	0.0002	0.0001	-0.0002
Si	0.0022	-0.0037	0.0062
Si	-0.0055	-0.0001	0.0003
Si	-0.0029	0.0089	-0.0011
Si	0.0017	0.0006	0.0012
Si	-0.0125	0.0013	-0.0036
Si	-0.0005	-0.004	0.0018
Si	-0.0017	0.0097	0.0043
Si	0.0056	-0.0069	-0.0004
Si	-0.003	0.0054	0.0071
Si	-0.0083	0.0129	-0.0024
Si	0.0108	-0.0123	0.0014
Si	0.0008	-0.0015	0.0053
Si	-0.0037	0.011	-0.0002
Si	0.008	-0.0031	0.0027
Si	-0.0037	-0.0011	0.0047
Si	0.0024	-0.0151	-0.0044
Si	0.0017	0.0081	0.0021
Si	0.0039	-0.0045	-0.0006
Si	0.0009	-0.0024	0.0064
Si	-0.0018	0.0131	0.0055
Si	-0.0085	0.003	0.0016
Si	-0.0028	-0.0066	0.0043
Si	0.0116	0.0157	0.0048
Si	-0.0002	0.0025	0.0091
Si	-0.0101	0.0025	0.0043
Si	0.0075	0.0118	0.0032
Si	-0.0012	-0.0049	-0.0045
Si	-0.0025	0.0026	0.0059
Si	-0.003	-0.0035	0.006
Si	-0.0006	-0.0036	0.011
Si	0.004	-0.0004	0.0011
Si	-0.0006	-0.0189	0.0124
Si	-0.0045	-0.0054	0.0049
Si	-0.001	0.0026	-0.0008
Si	-0.0043	-0.0044	-0.0018
Si	0.007	-0.0077	0.006
Si	-0.0084	0.007	0.003
Si	0.0008	0.0077	-0.0036
Si	0.0042	0.0017	-0.0004
Si	-0.0022	-0.0047	0.0069
Si	0.0071	-0.0034	0.0031
Si	-0.0009	0.0041	0.0021
Si	-0.0042	-0.0055	0.0035
Si	0.0071	-0.001	0.0073
Si	-0.0086	-0.0045	-0.0049
Si	0.0026	0.0021	-0.0034
Si	0.0005	-0.0081	0.0002
Si	-0.0121	0.0006	-0.0003
Si	0.0061	0.0013	-0.0014
Si	0.0001	-0.0056	-0.0002
Si	0.0021	0.003	0.0029
Si	0.0053	0.0122	0.0097
Si	-0.0031	0.0015	0.0039
Si	0.0001	-0.0052	0.0002
Si	-0.0033	-0.0018	0.0028
Si	0.0045	-0.0013	-0.0075
Si	0	0.0033	-0.0068
Si	-0.0045	0.0006	0.0039
O	0.2595	-0.1101	-0.4433
O	-0.5893	-0.6049	0.2011
O	0.0463	-0.06	0.1479
O	0.1421	0.4991	0.3014
O	-0.148	0.162	-0.152
O	0.0333	-0.1296	0.0658
O	-0.4549	0.0373	0.5025
O	-0.6653	0.224	-0.1308
O	-0.2187	-0.0517	-0.4504
O	-0.5367	-0.1739	0.0893
O	-0.2061	0.0632	-0.3407
O	0.2819	0.7366	-0.1379
O	-0.4816	0.0085	0.1118
O	0.2205	-0.2388	-0.3872
O	0.1197	-0.025	-0.5271
O	0.1049	0.3006	-0.0334
O	0.0576	0.1146	0.2772
O	0.4034	0.5834	-0.1596
O	0.25	0.277	-0.621
O	-0.295	0.383	0.3679
O	-0.2479	0.1355	0.0641
O	0.116	-0.1182	0.5963
O	0.2054	-0.348	0.1847
O	0.2244	-0.2852	-0.4801
O	0.0866	0.042	0.5576
O	0.4692	0.2025	-0.1948
O	-0.3086	0.409	-0.2195
O	-0.0267	0.2394	-0.0074
O	0.1707	-0.1285	0.3918
O	0.1432	-0.1828	0.0892
O	-0.3718	-0.0579	0.5803
O	0.2326	-0.4472	0.3688
O	0.2257	-0.0324	-0.289
O	0.0469	-0.0707	0.3891
O	-0.4242	-0.0393	-0.1617
O	-0.5106	-0.3686	0.1628
O	0.7084	-0.3083	0.0134
O	-0.1208	-0.0245	0.255
O	0.0314	-0.1937	0.3891
O	0.0284	-0.1882	0.607
O	-0.1599	0.2166	0.3953
O	-0.0534	-0.0735	-0.3093
O	0.1134	-0.323	0.223
O	0.0716	-0.1159	-0.5203
O	0.0332	0.4208	0.129
O	-0.4576	0.1924	0.527
O	-0.1021	0.3681	-0.1956
O	-0.379	-0.3872	-0.2332
O	-0.0942	0.1404	-0.2676
O	0.3504	-0.3121	0.161
O	0.1329	-0.0282	0.2835
O	-0.07	-0.1201	-0.3131
O	-0.1814	-0.1618	0.3299
O	-0.5459	-0.0966	-0.2965
O	-0.1536	0.0967	-0.1
O	-0.3312	-0.0381	0.3069
O	-0.3246	-0.1673	-0.1118
O	0.0485	0.5946	0.341
O	0.1128	0.036	-0.4897
O	0.3267	-0.1676	-0.0573
O	-0.0494	-0.103	-0.2118
O	-0.1637	-0.1742	-0.2314
O	0.3466	-0.0084	0.5133
O	0.2534	-0.3399	-0.0597
O	-0.0037	-0.2335	-0.5451
O	0.2228	0.4928	0.3004
O	0.4558	-0.0825	-0.14
O	-0.6109	0.3733	-0.0131
O	-0.2113	-0.7429	0.0531
O	0.0078	-0.1785	0.1029
O	-0.2396	-0.1657	-0.0337
O	-0.0401	-0.2049	0.4584
O	-0.2423	-0.0692	0.3555
O	-0.0686	-0.2568	-0.2162
O	-0.3063	-0.5098	-0.1725
O	0.0565	0.1639	-0.371
O	0.103	-0.1736	0.4496
O	-0.2553	0.2573	0.3633
O	-0.3956	0.372	-0.011
O	0.3139	0.2425	-0.2697
O	0.1187	-0.375	0.1933
O	0.0414	0.5221	-0.1922
O	-0.3552	0.1615	-0.4554
O	-0.325	-0.2391	-0.2456
O	0.3221	-0.3698	0.2233
O	-0.1845	-0.0858	-0.3746
O	0.3772	0.4013	-0.3595
O	0.0544	-0.107	0.5815
O	0.0397	0.0162	-0.3388
O	0.5892	-0.0827	-0.3408
O	0.0964	-0.1716	-0.4413
O	-0.0801	-0.0153	0.0244
O	0.226	-0.2143	-0.3915
O	0.0823	0.298	-0.4157
O	-0.0604	0.4293	0.4464
O	0.2537	0.007	-0.5531
O	-0.1705	-0.2264	-0.2798
O	0.2254	-0.4231	-0.4723
O	-0.534	0.2252	0.1214
O	0.1787	-0.0797	-0.1795
O	-0.3885	-0.2206	-0.1801
O	0.1063	-0.6986	-0.0349
O	-0.1566	0.0442	0.3896
O	-0.0752	-0.2878	-0.1428
O	0.2202	-0.6106	0.334
O	0.5437	-0.0726	0.115
O	0.233	-0.0916	0.2923
O	0.0759	-0.1269	0.1969
O	-0.4843	-0.1155	-0.1005
O	-0.3665	-0.0576	-0.3655
O	-0.6266	0.3309	-0.3297
O	-0.2277	-0.3551	-0.2973
O	0.3	0.2052	-0.0202
O	0.0188	0.1942	-0.0629
O	-0.0566	-0.0353	0.1518
O	-0.2642	-0.4592	0.4963
O	-0.4229	0.2573	0.1727
O	0.143	0.0545	-0.0695
O	0.2913	0.0718	0.2997
O	0.0867	0.4481	-0.0995
O	-0.0495	0.6339	0.0479
O	0.0197	0.3639	0.1788
O	0.5246	0.062	0.4148
O	-0.1417	-0.4623	0.3355
O	0.3521	-0.269	0.3468
O	-0.4065	-0.2662	-0.2776
O	0.2219	-0.5905	-0.0818
O	0.5068	-0.089	-0.0411
O	-0.4556	-0.0149	0.0793
O	0.336	0.3135	-0.0481
O	0.3028	-0.2039	-0.5687
O	-0.0057	0.3623	-0.3539
O	-0.0236	-0.1008	0.3169
O	-0.7529	0.1479	0.2892
O	0.0776	0.3632	-0.4857
O	-0.0326	-0.2783	0.1299
O	0.6106	-0.0687	-0.0335
O	-0.4239	-0.5589	-0.123
O	-0.1716	0.1575	0.2776
O	0.0993	0.1529	-0.504
O	0.2492	0.0796	-0.4235
O	0.6267	0.1031	0.5112
O	0.0916	0.0372	-0.2878
O	-0.2418	0.3193	0.0853
O	0.3128	0.2839	0.3375
O	-0.0713	-0.0109	0.4358
O	-0.075	-0.0809	0.529
O	0.0689	-0.004	-0.4166
O	-0.1993	-0.0664	-0.0707
O	0.0019	0.2086	-0.5068
O	-0.0926	-0.2297	0.0853
O	-0.0093	0.042	0.1406
O	-0.3843	0.33	0.3086
O	0.4464	0.2241	0.1599
O	-0.5018	-0.019	0.178
O	-0.538	-0.1305	-0.0574
O	-0.0271	-0.1383	-0.1037
O	-0.1351	-0.3324	0.3315
O	0.1202	0.156	-0.4725
O	-0.483	-0.0114	-0.1859
O	-0.1936	0.0104	-0.0776
O	0.1647	-0.1634	0.3
O	-0.3794	0.0601	-0.3201
O	0.6752	-0.1899	-0.1759
O	-0.3412	0.4026	-0.4447
O	-0.0646	0.0225	0.2434
O	-0.0698	0.1813	0.0213
O	-0.4752	-0.3698	-0.1061
O	-0.2793	0.6673	0.2859
O	0.263	0.0826	-0.0798
O	-0.1724	-0.1994	-0.2046
O	-0.4172	0.0151	0.3878
O	0.0823	0.0965	-0.0786
O	-0.3461	-0.2974	-0.4349
O	-0.2968	-0.5156	0.4963
O	0.2541	-0.1027	-0.1591
O	0.1999	-0.0156	-0.6131
O	0.1814	0.1686	-0.5037
O	-0.4013	-0.2954	-0.16
O	0.399	0.3235	0.4286
O	-0.3756	0.1478	-0.1654
O	0.0419	0.1716	-0.0735
O	-0.3406	0.5137	-0.3462
O	-0.1559	0.0573	0.3506
O	0.0133	-0.0192	-0.5737
O	0.4136	0.3265	-0.1582
O	0.1346	0.4652	0.0902
O	-0.2467	-0.2428	0.5278
O	0.0341	-0.0582	0.2515
O	0.0039	-0.3816	-0.1354
O	0.2843	0.0778	-0.3799
O	-0.0696	0.1065	0.2663
O	0.0947	-0.0043	-0.4159
O	0.1996	0.4524	0.317
O	0.5338	-0.0981	0.2571
O	-0.1462	0.0117	0.4957
O	0.5212	0.2638	0.1607
O	0.1549	-0.0206	0.1316
O	-0.1595	0.4488	-0.187
O	0.0479	-0.1698	-0.4366
O	-0.4371	-0.3675	-0.0267
O	0.1863	0.0903	0.4546
O	0.4565	0.2932	-0.4673
O	-0.019	-0.2928	0.3741
O	0.2976	-0.3272	-0.0827
O	0.2035	0.122	-0.3672
O	0.1197	-0.2224	-0.007
O	-0.598	0.2468	0.0925
O	-0.488	0.4017	0.3518
O	-0.2434	-0.7018	-0.1576
O	-0.2391	-0.1845	-0.0694
O	0.2888	-0.5769	-0.0431
O	-0.0992	0.4708	-0.2788
O	-0.0146	-0.0117	0.222
O	0.5735	0.3384	0.2469
O	0.0114	0.0453	-0.2128
O	-0.2915	-0.2589	0.1578
O	-0.2217	-0.1264	-0.198
O	0.3971	-0.2681	-0.4342
O	0.2226	0.0963	-0.0084
O	-0.2656	-0.0199	0.1389
O	-0.3877	-0.3612	-0.3003
O	-0.1765	0.331	-0.1263
O	-0.0645	0.5178	0.1825
O	-0.4003	-0.6188	-0.0081
O	0.2654	0.6676	0.3297
O	-0.0136	-0.2712	-0.4135
O	0.2061	-0.0392	0.0355
O	-0.165	0.174	-0.5677
O	0.3725	0.2141	-0.4518
O	0.0081	0.0412	0.0432
O	-0.1395	-0.3692	0.1628
O	0.4157	0.0926	-0.3126
O	-0.0787	-0.0141	0.2739
O	0.5094	-0.2131	-0.164
O	0.3113	0.5797	0.2942
O	0.4161	-0.1943	-0.5331
O	-0.0983	0.1497	0.381
O	0.1363	0.0487	-0.4812
O	0.2383	0.3472	0.0816
O	-0.2855	-0.2294	0.4267
O	0.3418	-0.6999	0.2618
O	-0.3474	-0.217	-0.3435
O	0.0533	0.0785	0.319
O	0.6538	-0.0294	-0.095
O	0.3529	0.3566	0.4078
O	0.166	-0.036	-0.3131
O	0.2949	0.0698	-0.2679
O	0.0291	0.3686	-0.4212
O	0.0293	-0.0746	0.4037
O	-0.4759	-0.1829	0.6525
O	-0.1516	-0.3622	-0.2828
O	-0.1277	0.631	0.1889
O	0.0948	0.1699	-0.1886
O	-0.1748	-0.1159	0.3768
O	0.5789	-0.4592	0.0085
O	-0.0787	0.2357	0.0754
O	0.1293	-0.3691	-0.4232
O	0.4102	-0.2383	0.4343
O	-0.1097	-0.0728	-0.3044
O	0.2696	0.0069	0.578
O	-0.0525	0.0269	0.4368
O	-0.1484	0.164	-0.2528
O	0.1632	0.3188	-0.0401
O	-0.1546	0.229	-0.1139
O	0.0928	0.2696	0.0746
O	-0.1912	0.2234	0.4376
O	0.4149	0.0964	0.4296
O	-0.4894	0.2913	-0.534
O	0.2202	-0.1157	0.4861
O	-0.3658	-0.2874	0.0878
O	-0.0654	0.3504	0.1922
O	-0.4618	-0.1977	-0.0619
O	-0.2492	0.3515	0.0172
O	0.1196	0.3864	0.5327
O	-0.5985	-0.1303	-0.1025
O	0.3516	-0.0779	0.3495
O	-0.4704	-0.1668	0.0794
O	-0.2545	0.2381	0
O	-0.1544	0.1232	-0.2049
O	-0.4675	0.2729	-0.0752
O	-0.2388	-0.2644	0.0366
O	0.1718	0.1719	0.404
O	0.4517	-0.4778	-0.14
O	-0.0491	-0.3504	0.0192
O	0.1346	-0.0024	0.1959
O	-0.1026	0.0106	-0.2871
O	-0.1595	-0.0375	-0.4797
